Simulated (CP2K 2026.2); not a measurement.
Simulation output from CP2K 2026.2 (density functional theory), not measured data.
Periodic cell of 3024 atoms, Si2160O864, from a study of silicon, its oxide and their interface. The atomic structure is a simulated model.
Doubt: the forces sum to 6.93 eV/angstrom along one axis rather than to zero, so they err by at least 0.0023 eV/angstrom per atom on average; the grid cutoff is modest.

Settings
functional: PBE
method: Gaussian and plane waves
basis set: DZVP-MOLOPT-SR-GTH
pseudopotentials: GTH-PBE
grid cutoff: 300 Ry, relative cutoff 40 Ry
k points: Gamma only
occupations: fixed
spin: none
net charge: 0

Cell vectors (angstrom)
a	97.92	0	0
b	0	16.32	0
c	-5.4043	5.475	33.2617

Atoms: element, x, y, z (angstrom)
Si	1.171	-0.987	0.022
Si	3.716	1.708	0.228
Si	1.518	3.911	0.317
Si	4.164	6.665	0.199
Si	1.086	-6.577	0.019
Si	4.365	-4.347	0.026
Si	7.211	-1.513	0.13
Si	9.693	1.024	0.111
Si	6.492	4.504	0.028
Si	9.617	6.741	0.16
Si	6.61	9.728	0.223
Si	-6.704	-3.989	-0.102
Si	-4.051	-1.036	0.382
Si	-1.176	1.096	0.194
Si	-4.404	4.167	-0.056
Si	-1.455	6.902	0.205
Si	-3.754	-7.233	0.1
Si	-1.15	-4.361	0.033
Si	2.653	0.073	1.496
Si	5.475	2.787	1.334
Si	2.687	5.49	1.554
Si	5.382	8.198	1.486
Si	2.706	-5.427	1.326
Si	5.434	-2.622	1.248
Si	8.235	-0.027	1.596
Si	-5.491	2.636	1.338
Si	8.073	5.533	1.429
Si	-5.379	8.02	1.39
Si	8.172	-5.41	1.487
Si	-5.302	-2.771	1.358
Si	-2.641	0.127	1.735
Si	-0.028	2.668	1.511
Si	-2.746	5.281	1.311
Si	0.064	8.156	1.449
Si	-2.704	-5.516	1.357
Si	0.029	-2.694	1.258
Si	1.324	1.36	2.904
Si	4.127	4.104	2.805
Si	1.358	6.844	2.87
Si	3.999	9.553	2.786
Si	1.38	-4.024	2.684
Si	4.088	-1.33	2.703
Si	6.787	1.408	2.736
Si	9.459	4.088	2.682
Si	6.775	6.874	2.832
Si	9.562	-6.741	2.791
Si	6.746	-4.003	2.737
Si	-6.73	-1.47	2.74
Si	-4.095	1.489	2.882
Si	-1.401	4.047	2.786
Si	-4.03	6.675	2.747
Si	-1.348	-6.833	2.774
Si	-4.023	-4.148	2.735
Si	-1.296	-1.432	2.809
Si	0.003	-0.05	4.208
Si	2.743	2.743	4.165
Si	-0.033	5.438	4.133
Si	2.713	8.197	4.198
Si	0.021	-5.415	4.077
Si	2.737	-2.698	4.086
Si	5.428	0.031	4.089
Si	8.146	2.752	4.107
Si	5.445	5.478	4.176
Si	8.182	-8.102	4.134
Si	5.405	-5.391	4.1
Si	8.107	-2.716	4.186
Si	-5.423	-0.028	4.101
Si	-2.723	2.773	4.235
Si	-5.47	5.36	4.054
Si	-2.702	8.093	4.11
Si	-5.405	-5.504	4.071
Si	-2.686	-2.783	4.124
Si	1.353	-1.384	16.394
Si	4.09	1.38	16.346
Si	1.362	4.066	16.363
Si	4.107	6.785	16.375
Si	1.369	-6.799	16.393
Si	4.078	-4.066	16.344
Si	6.795	-1.353	16.336
Si	-6.77	1.347	16.344
Si	6.778	4.062	16.323
Si	-6.778	6.832	16.375
Si	6.841	-6.842	16.315
Si	-6.737	-4.086	16.404
Si	-4.054	-1.372	16.434
Si	-1.351	1.332	16.404
Si	-4.043	4.091	16.353
Si	-1.346	6.814	16.373
Si	-4.063	9.522	16.441
Si	-1.347	-4.08	16.42
Si	2.718	0.027	17.68
Si	5.443	2.72	17.742
Si	2.767	5.379	17.715
Si	5.499	8.146	17.713
Si	2.707	-5.386	17.723
Si	5.427	-2.705	17.698
Si	8.15	0.015	17.682
Si	-5.385	2.705	17.678
Si	8.157	5.418	17.633
Si	-5.458	8.184	17.81
Si	8.231	-5.519	17.656
Si	-5.37	-2.763	17.817
Si	-2.673	-0.041	17.811
Si	-0.041	2.76	17.737
Si	-2.724	5.484	17.73
Si	0.044	-8.202	17.752
Si	-2.667	-5.454	17.805
Si	0.01	-2.739	17.809
Si	1.358	1.399	19.026
Si	4.115	4.077	19.15
Si	1.398	6.69	19.065
Si	4.096	-6.764	18.985
Si	1.377	-4.077	19.198
Si	4.048	-1.316	19.064
Si	6.788	1.345	19.096
Si	-6.775	4.069	18.972
Si	6.882	6.767	19.072
Si	-6.779	9.568	19.228
Si	6.841	-4.147	18.92
Si	9.537	-1.374	18.96
Si	-4.033	1.384	19.097
Si	-1.402	4.143	19.115
Si	-4.089	6.801	19.134
Si	-1.268	-6.83	19.138
Si	-3.973	-4.111	19.25
Si	-1.323	-1.412	19.234
Si	-0.009	0.122	20.443
Si	2.705	2.699	20.447
Si	0.019	5.403	20.516
Si	2.841	8.069	20.272
Si	0.178	-5.583	20.59
Si	2.642	-2.574	20.504
Si	5.435	-0.013	20.465
Si	8.189	2.675	20.425
Si	5.542	5.416	20.49
Si	8.306	8.077	20.459
Si	5.469	-5.417	20.326
Si	8.201	-2.813	20.246
Si	-5.401	-0.046	20.351
Si	-2.803	2.856	20.506
Si	-5.523	5.439	20.414
Si	-2.705	-8.156	20.461
Si	-5.368	-5.446	20.654
Si	-2.52	-2.858	20.717
Si	1.497	-0.917	21.893
Si	3.842	1.148	21.781
Si	1.152	3.8	21.836
Si	4.478	7.138	21.661
Si	1.335	-7.337	21.775
Si	4.332	-3.765	21.57
Si	6.65	-1.71	21.553
Si	-6.601	1.432	21.712
Si	7.115	4.272	21.804
Si	-7.092	6.622	21.7
Si	6.708	-6.976	21.573
Si	9.771	-3.868	21.643
Si	-4.244	-1.588	21.69
Si	-1.188	1.719	21.729
Si	-4.552	3.837	21.835
Si	-1.155	7.016	21.76
Si	-3.749	-6.654	21.94
Si	-1.327	-4.597	22.083
Si	1.384	-2.739	26.103
Si	-0.228	4.326	26.166
Si	-7.007	3.991	-4.343
Si	8.111	-5.29	23.855
Si	-0.698	-1.277	-3.92
Si	6.477	-3.93	-4.25
Si	-6.417	-7.556	-4.475
Si	-0.069	-0.725	24.627
Si	0.39	-4.974	24.754
Si	-3.996	-7.861	-2.828
Si	4.863	-1.372	-4.017
Si	-2.805	-5.069	-4.66
Si	6.562	5.234	-2.811
Si	5.041	-4.021	-6.946
Si	2.813	7.704	24.075
Si	9.056	0.941	-4.463
Si	1.598	-8.12	-4.795
Si	-4.372	4.734	24.892
Si	-7.824	-5.442	-6.112
Si	2.217	4.959	24.636
Si	-4.375	1.887	26.007
Si	1.045	4.216	-4.209
Si	-2.579	2.779	-2.064
Si	-7.326	1.273	-2.928
Si	-1.646	-2.72	-6.324
Si	4.659	-7.151	26.164
Si	-6.094	-3.159	-5.407
Si	-2.773	-7.151	-6.804
Si	4.948	1.369	-2.521
Si	13.829	-2.581	-4.919
Si	-5.05	-4.022	-2.737
Si	-5.558	2.518	-6.437
Si	-1.314	-7.418	-4.342
Si	2.955	-7.882	-2.089
Si	-8.277	-0.018	23.987
Si	-1.94	6.552	24.787
Si	-5.751	-7.917	23.939
Si	2.584	-5.218	-5.368
Si	-0.371	5.074	-1.909
Si	4.105	3.938	-4.092
Si	0.729	1.152	-4.124
Si	-1.498	-6.873	26.053
Si	-6.622	-5.163	24.666
Si	2.048	-1.219	-2.969
Si	-3.137	1.569	-5.004
Si	7.778	7.933	-2.066
Si	-2.798	0.06	23.906
Si	4.135	-5.194	-2.749
Si	1.311	5.646	-6.743
Si	-0.479	1.145	-6.832
Si	-5.599	-0.068	-5.055
Si	5.88	2.255	23.761
Si	-5.065	6.274	-4.258
Si	-2.703	-2.477	-1.835
Si	1.4	-1.377	5.518
Si	4.087	1.362	5.499
Si	1.355	4.096	5.492
Si	4.079	6.826	5.524
Si	1.344	9.563	5.503
Si	4.065	-4.052	5.48
Si	6.769	-1.316	5.495
Si	9.501	1.418	5.499
Si	6.812	4.107	5.496
Si	9.53	6.818	5.45
Si	6.79	-6.748	5.461
Si	9.519	-4.064	5.487
Si	-4.047	-1.385	5.456
Si	-1.368	1.342	5.522
Si	-4.117	4.102	5.528
Si	-1.36	6.786	5.514
Si	-4.058	-6.851	5.452
Si	-1.33	-4.109	5.492
Si	2.738	0.002	6.87
Si	5.449	2.733	6.845
Si	2.707	5.457	6.859
Si	5.453	-8.122	6.844
Si	2.717	-5.414	6.855
Si	5.421	-2.693	6.847
Si	8.148	0.035	6.842
Si	10.881	2.778	6.826
Si	8.178	5.469	6.836
Si	10.893	-8.139	6.807
Si	8.16	-5.423	6.841
Si	10.872	-2.675	6.822
Si	-2.721	-0.026	6.857
Si	0.007	2.717	6.853
Si	-2.733	5.448	6.874
Si	0	8.17	6.852
Si	-2.701	-5.48	6.827
Si	0.019	-2.739	6.856
Si	1.367	1.363	8.214
Si	4.078	4.09	8.199
Si	1.356	6.813	8.218
Si	4.081	-6.779	8.205
Si	1.365	-4.08	8.233
Si	4.081	-1.354	8.235
Si	6.798	1.38	8.213
Si	9.528	4.114	8.202
Si	6.81	6.825	8.192
Si	9.525	-6.792	8.177
Si	6.798	-4.057	8.192
Si	9.513	-1.33	8.189
Si	-4.083	1.339	8.203
Si	-1.363	4.073	8.209
Si	-4.077	6.804	8.223
Si	-1.356	-6.811	8.221
Si	-4.037	-4.106	8.199
Si	-1.345	-1.374	8.208
Si	0.006	-0.004	9.568
Si	2.725	2.73	9.566
Si	-0.004	5.441	9.569
Si	2.724	-8.147	9.567
Si	0.005	-5.447	9.581
Si	2.72	-2.717	9.588
Si	5.446	0.012	9.574
Si	8.168	2.741	9.553
Si	5.444	5.457	9.547
Si	8.17	-8.144	9.551
Si	5.442	-5.42	9.56
Si	8.161	-2.7	9.548
Si	-5.43	-0.024	9.562
Si	-2.719	2.705	9.563
Si	-5.423	5.419	9.563
Si	-2.71	8.155	9.584
Si	-5.408	-5.46	9.553
Si	-2.698	-2.737	9.569
Si	1.357	-1.36	10.939
Si	4.079	1.369	10.924
Si	1.36	4.084	10.926
Si	4.086	-9.51	10.917
Si	1.365	-6.802	10.941
Si	4.083	-4.078	10.938
Si	6.805	-1.354	10.922
Si	9.531	1.374	10.9
Si	6.8	4.093	10.905
Si	9.53	-9.506	10.901
Si	6.803	-6.788	10.909
Si	9.526	-4.07	10.892
Si	-4.064	-1.378	10.925
Si	-1.356	1.351	10.927
Si	-4.064	4.067	10.933
Si	-1.353	6.794	10.944
Si	-4.058	9.521	10.938
Si	-1.347	-4.085	10.941
Si	2.722	0.004	12.282
Si	5.442	2.732	12.27
Si	2.718	5.454	12.276
Si	5.449	-8.153	12.276
Si	2.726	-5.443	12.3
Si	5.444	-2.713	12.288
Si	8.176	0.006	12.262
Si	10.893	2.736	12.25
Si	8.17	5.445	12.254
Si	10.904	-8.148	12.238
Si	8.166	-5.428	12.258
Si	10.895	-2.71	12.239
Si	-2.708	-0.014	12.29
Si	0.007	2.713	12.286
Si	-2.708	5.429	12.302
Si	0.004	8.162	12.307
Si	-2.705	-5.438	12.304
Si	0.004	-2.723	12.304
Si	1.358	1.345	13.649
Si	4.069	4.084	13.625
Si	1.375	6.809	13.661
Si	4.093	-6.804	13.653
Si	1.359	-4.09	13.66
Si	4.078	-1.35	13.642
Si	6.81	1.365	13.614
Si	9.528	4.086	13.613
Si	6.81	-9.53	13.617
Si	9.536	-6.799	13.591
Si	6.806	-4.081	13.635
Si	9.53	-1.371	13.612
Si	-4.06	1.344	13.657
Si	-1.34	4.068	13.658
Si	-4.061	6.803	13.658
Si	-1.357	9.524	13.671
Si	-4.055	-4.082	13.674
Si	-1.357	-1.367	13.668
Si	0.006	-0.013	15.027
Si	2.716	2.719	14.987
Si	0.013	5.445	15.014
Si	2.74	8.164	15.031
Si	0.001	-5.442	15.039
Si	2.714	-2.713	14.998
Si	5.447	0.017	14.982
Si	8.168	2.721	14.971
Si	5.434	5.437	14.975
Si	8.195	-8.178	14.95
Si	5.457	-5.444	15.007
Si	8.169	-2.725	14.988
Si	-5.404	-0.029	15.021
Si	-2.695	2.699	15.019
Si	-5.424	5.452	15.015
Si	-2.721	8.172	15.037
Si	-5.403	-5.452	15.033
Si	-2.703	-2.722	15.05
Si	17.385	-1.004	0.166
Si	20.11	1.761	-0.142
Si	17.8	3.885	0.072
Si	20.367	6.682	-0.018
Si	17.487	-6.339	0.025
Si	20.579	-4.03	0.112
Si	23.447	-1.635	0.055
Si	26.074	1.123	-0.343
Si	22.672	4.542	0.015
Si	26.175	6.537	-0.175
Si	22.795	10.069	-0.214
Si	9.308	-3.808	0.233
Si	11.978	-1.083	0.251
Si	15.161	1.195	0.266
Si	11.858	4.483	-0.08
Si	14.741	7.158	-0.052
Si	12.455	-7.004	-0.048
Si	15.233	-4.165	-0.051
Si	19.078	0.143	1.285
Si	21.672	2.841	1.277
Si	18.948	5.478	1.374
Si	21.696	8.336	1.07
Si	19.005	-5.223	1.389
Si	21.843	-2.627	1.433
Si	24.555	0.077	1.185
Si	10.819	2.782	1.23
Si	24.459	5.568	1.173
Si	10.892	-8.056	1.378
Si	24.461	-5.373	1.251
Si	10.843	-2.647	1.549
Si	13.549	0.076	1.514
Si	16.33	2.769	1.488
Si	13.58	5.513	1.211
Si	16.316	-8.003	1.263
Si	13.611	-5.362	1.228
Si	16.277	-2.637	1.406
Si	17.728	1.406	2.776
Si	20.346	4.144	2.724
Si	17.615	6.906	2.649
Si	20.384	9.613	2.6
Si	17.668	-3.926	2.78
Si	20.425	-1.229	2.662
Si	23.129	1.442	2.536
Si	25.759	4.119	2.556
Si	23.105	6.982	2.507
Si	25.881	-6.778	2.505
Si	23.172	-4.041	2.732
Si	9.542	-1.34	2.973
Si	12.183	1.51	2.738
Si	14.906	4.187	2.672
Si	12.241	6.835	2.684
Si	14.952	-6.692	2.672
Si	12.273	-4.07	2.712
Si	14.903	-1.339	2.797
Si	16.327	0.033	4.09
Si	19.043	2.789	4.121
Si	16.278	5.54	4.03
Si	19.038	8.238	3.985
Si	16.313	-5.359	4.071
Si	19.073	-2.585	4.07
Si	21.803	0.109	3.993
Si	24.448	2.783	3.969
Si	21.778	5.566	3.941
Si	24.498	-8.08	3.931
Si	21.758	-5.399	4.021
Si	24.533	-2.64	4.03
Si	10.908	0.108	4.171
Si	13.578	2.829	4.077
Si	10.857	5.465	4.033
Si	13.605	-8.101	4.038
Si	10.916	-5.39	4.122
Si	13.58	-2.713	4.132
Si	17.667	-1.387	16.265
Si	20.391	1.387	16.357
Si	17.685	4.061	16.358
Si	20.398	6.788	16.368
Si	17.654	-6.806	16.309
Si	20.362	-4.077	16.264
Si	23.078	-1.322	16.29
Si	9.53	1.339	16.305
Si	23.113	4.114	16.363
Si	9.551	-9.528	16.326
Si	23.092	-6.849	16.298
Si	9.554	-4.11	16.305
Si	12.275	-1.358	16.306
Si	14.983	1.38	16.31
Si	12.251	4.087	16.324
Si	14.97	-9.524	16.324
Si	12.257	-6.82	16.288
Si	14.985	-4.07	16.315
Si	18.999	-0.044	17.625
Si	21.763	2.752	17.744
Si	19.053	5.394	17.733
Si	21.766	8.131	17.742
Si	18.998	-5.424	17.637
Si	21.713	-2.72	17.611
Si	24.408	0.094	17.623
Si	10.914	2.671	17.647
Si	24.454	5.482	17.755
Si	10.931	-8.176	17.686
Si	24.49	-5.5	17.593
Si	10.913	-2.736	17.634
Si	13.659	-0.008	17.659
Si	16.29	2.732	17.731
Si	13.595	5.46	17.693
Si	16.326	-8.183	17.699
Si	13.617	-5.464	17.623
Si	16.339	-2.709	17.697
Si	17.604	1.242	19.006
Si	20.414	4.07	19.158
Si	17.661	-9.588	19.063
Si	20.318	-6.803	18.982
Si	17.689	-4.08	19.059
Si	20.359	-1.375	19
Si	23.107	1.391	19.123
Si	9.478	3.995	18.936
Si	23.102	6.793	19.213
Si	9.6	-6.847	19.077
Si	23.079	-4.168	18.853
Si	25.793	-1.275	18.875
Si	12.324	1.35	19.009
Si	14.911	4.131	19.096
Si	12.26	-9.516	19.096
Si	14.935	-6.813	19.023
Si	12.276	-4.111	18.977
Si	14.974	-1.36	19.075
Si	16.234	-0.008	20.533
Si	19.031	2.545	20.297
Si	16.26	5.47	20.503
Si	19.031	-8.214	20.367
Si	16.314	-5.458	20.37
Si	19.035	-2.723	20.434
Si	21.699	-0.03	20.4
Si	24.512	2.748	20.478
Si	21.72	5.397	20.664
Si	24.508	8.226	20.563
Si	21.704	-5.448	20.272
Si	24.422	-2.741	20.075
Si	10.988	-0.083	20.275
Si	13.558	2.764	20.465
Si	10.822	5.347	20.254
Si	13.599	-8.124	20.486
Si	10.951	-5.441	20.392
Si	13.65	-2.798	20.358
Si	17.849	-1.187	21.78
Si	20.089	1.017	21.779
Si	17.431	3.699	21.483
Si	20.551	-9.22	21.86
Si	17.464	-7.054	21.622
Si	20.682	-3.878	21.678
Si	22.907	-1.714	21.476
Si	9.826	1.43	21.565
Si	23.469	4.318	21.919
Si	9.423	6.402	21.779
Si	22.766	-6.957	21.695
Si	25.937	-3.795	21.459
Si	12.049	-1.695	21.622
Si	15.081	1.651	21.839
Si	11.832	3.816	21.686
Si	15.18	-9.19	21.87
Si	12.53	-6.458	21.801
Si	14.82	-4.294	21.753
Si	21.016	7.815	-6.358
Si	16.291	5.474	26.012
Si	8.843	4.074	-4.354
Si	18.915	-5.292	23.822
Si	9.316	-7.308	25.973
Si	23.403	-3.09	-4.49
Si	8.893	-7.854	-4.903
Si	16.682	-3.068	24.002
Si	12.998	-4.06	26.145
Si	11.127	-5.089	-2.046
Si	19.31	-0.369	-4.258
Si	11.139	-3	-6.324
Si	22.978	3.924	-2.976
Si	16.583	2.457	26.15
Si	24.599	4.423	-6.606
Si	18.055	4.122	24.292
Si	9.677	-0.939	25.846
Si	11.23	5.643	24.059
Si	3.144	-4.043	24.394
Si	20.186	5.989	24.689
Si	18.313	-2.345	-6.384
Si	16.252	5.429	-2.232
Si	11.424	4.334	-3.095
Si	7.59	0.635	-2.035
Si	11.921	1.352	-3.918
Si	27.153	5.084	-5.225
Si	12.334	1.648	-6.782
Si	5.839	-4.63	25.438
Si	23.34	-0.787	-2.842
Si	21.839	1.369	24.318
Si	9.381	-4.968	-4.63
Si	14.373	-7.768	-4.896
Si	15.527	-5.123	-4.863
Si	19.063	-7.928	-2.212
Si	8.049	0.006	23.57
Si	13.889	6.992	24.79
Si	12.184	-6.885	24.834
Si	18.329	-4.505	-4.14
Si	15.212	3.521	-4.263
Si	24.168	1.601	-6.114
Si	16.548	0.983	-4.249
Si	21.38	1.429	-3.055
Si	17.12	7.258	-4.252
Si	18.957	-2.453	-2.095
Si	14.255	1.335	-2.574
Si	23.433	-5.753	-3.208
Si	14.099	1.31	24.876
Si	20.666	-6.582	-4.172
Si	12.463	-1.315	24.602
Si	15.674	-0.834	-6.562
Si	10.132	-0.266	-7.025
Si	22.563	4.184	24.877
Si	11.729	6.899	-4.864
Si	13.325	-2.822	-2.044
Si	17.696	-1.291	5.46
Si	20.442	1.427	5.414
Si	17.648	4.167	5.402
Si	20.405	6.876	5.345
Si	17.69	9.579	5.387
Si	20.415	-4.015	5.384
Si	23.135	-1.288	5.365
Si	25.814	1.433	5.368
Si	23.11	4.17	5.329
Si	25.829	6.846	5.307
Si	23.144	-6.749	5.352
Si	25.878	-4.04	5.358
Si	12.251	-1.309	5.478
Si	14.955	1.429	5.408
Si	12.216	4.152	5.446
Si	14.95	6.874	5.425
Si	12.258	-6.775	5.451
Si	14.965	-4.044	5.473
Si	19.072	0.071	6.785
Si	21.783	2.809	6.746
Si	19.048	5.514	6.731
Si	21.774	-8.106	6.72
Si	19.051	-5.381	6.749
Si	21.78	-2.658	6.739
Si	24.477	0.064	6.746
Si	27.169	2.786	6.748
Si	24.482	5.5	6.709
Si	27.183	-8.119	6.707
Si	24.492	-5.384	6.722
Si	27.197	-2.682	6.767
Si	13.628	0.053	6.802
Si	16.313	2.786	6.773
Si	13.596	5.504	6.79
Si	16.338	8.218	6.768
Si	13.608	-5.414	6.818
Si	16.341	-2.675	6.805
Si	17.689	1.425	8.128
Si	20.396	4.144	8.102
Si	17.695	6.849	8.12
Si	20.416	-6.753	8.099
Si	17.701	-4.047	8.144
Si	20.419	-1.317	8.126
Si	23.122	1.424	8.111
Si	25.815	4.14	8.109
Si	23.118	6.846	8.088
Si	25.834	-6.758	8.091
Si	23.132	-4.031	8.1
Si	25.825	-1.313	8.113
Si	12.25	1.398	8.161
Si	14.956	4.13	8.144
Si	12.25	6.836	8.177
Si	14.981	-6.769	8.157
Si	12.24	-4.048	8.164
Si	14.979	-1.314	8.159
Si	16.342	0.05	9.5
Si	19.05	2.78	9.482
Si	16.338	5.482	9.49
Si	19.059	-8.118	9.475
Si	16.341	-5.409	9.507
Si	19.062	-2.683	9.493
Si	21.77	0.052	9.481
Si	24.471	2.772	9.482
Si	21.76	5.492	9.466
Si	24.469	-8.113	9.459
Si	21.769	-5.396	9.468
Si	24.472	-2.674	9.482
Si	10.89	0.032	9.525
Si	13.613	2.757	9.514
Si	10.898	5.469	9.543
Si	13.625	-8.131	9.521
Si	10.886	-5.42	9.524
Si	13.609	-2.685	9.509
Si	17.694	-1.327	10.849
Si	20.4	1.405	10.84
Si	17.691	4.121	10.859
Si	20.403	-9.485	10.847
Si	17.697	-6.783	10.855
Si	20.413	-4.052	10.852
Si	23.116	-1.317	10.852
Si	25.82	1.406	10.852
Si	23.1	4.121	10.837
Si	25.811	-9.474	10.836
Si	23.111	-6.766	10.84
Si	25.819	-4.044	10.85
Si	12.248	-1.336	10.878
Si	14.976	1.394	10.869
Si	12.256	4.099	10.89
Si	14.983	6.822	10.873
Si	12.255	-6.779	10.874
Si	14.971	-4.052	10.858
Si	19.048	0.036	12.203
Si	21.747	2.762	12.213
Si	19.051	5.472	12.226
Si	21.759	-8.135	12.214
Si	19.055	-5.428	12.209
Si	21.762	-2.687	12.218
Si	24.464	0.046	12.223
Si	27.174	2.77	12.214
Si	24.453	5.48	12.195
Si	27.168	-8.123	12.207
Si	24.46	-5.408	12.212
Si	27.173	-2.682	12.22
Si	13.612	0.027	12.226
Si	16.34	2.75	12.227
Si	13.63	5.453	12.236
Si	16.348	8.175	12.234
Si	13.621	-5.422	12.222
Si	16.33	-2.691	12.209
Si	17.698	1.381	13.583
Si	20.395	4.104	13.6
Si	17.696	6.811	13.609
Si	20.394	-6.796	13.587
Si	17.676	-4.08	13.551
Si	20.392	-1.326	13.568
Si	23.096	1.405	13.582
Si	25.805	4.132	13.564
Si	23.099	-9.512	13.582
Si	25.808	-6.779	13.575
Si	23.106	-4.058	13.589
Si	25.817	-1.322	13.586
Si	12.252	1.373	13.601
Si	14.984	4.094	13.603
Si	12.261	-9.518	13.59
Si	14.971	9.53	13.58
Si	12.267	-4.07	13.588
Si	14.974	-1.336	13.577
Si	16.332	0.022	14.936
Si	19.043	2.732	14.967
Si	16.345	5.439	14.979
Si	19.053	8.162	14.981
Si	16.325	-5.43	14.937
Si	19.027	-2.718	14.894
Si	21.729	0.045	14.942
Si	24.445	2.787	14.935
Si	21.75	5.455	14.977
Si	24.465	-8.165	14.936
Si	21.753	-5.444	14.946
Si	24.46	-2.688	14.95
Si	10.899	-0.01	14.95
Si	13.615	2.734	14.958
Si	10.902	5.443	14.956
Si	13.627	-8.167	14.941
Si	10.908	-5.446	14.933
Si	13.632	-2.71	14.944
Si	33.769	-1.136	0.099
Si	36.446	1.756	0.072
Si	34.179	3.838	0.412
Si	36.786	6.599	0.225
Si	34.025	-6.408	0.252
Si	36.95	-4.4	0.28
Si	39.504	-1.559	0.042
Si	42.489	0.966	0.164
Si	39.159	4.512	-0.05
Si	42.455	6.573	0.176
Si	39.202	9.772	0.147
Si	25.713	-3.806	0.051
Si	28.427	-0.97	0.035
Si	31.56	1.097	0.106
Si	28.393	4.28	0.052
Si	31.244	6.948	0.052
Si	29.126	-6.993	-0.148
Si	31.753	-4.265	0.253
Si	35.384	0.051	1.342
Si	38.134	2.817	1.304
Si	35.37	5.422	1.618
Si	38.034	8.192	1.446
Si	35.447	-5.391	1.738
Si	38.059	-2.718	1.458
Si	40.742	-0.015	1.366
Si	27.106	2.718	1.189
Si	40.781	5.474	1.395
Si	27.291	-8.063	1.046
Si	40.827	-5.393	1.38
Si	27.288	-2.618	1.297
Si	29.929	0.098	1.454
Si	32.65	2.592	1.571
Si	30.011	5.412	1.343
Si	32.794	-8.134	1.334
Si	30.069	-5.44	1.359
Si	32.741	-2.642	1.565
Si	34.058	1.289	2.87
Si	36.814	4.073	2.843
Si	34.017	6.851	2.834
Si	36.758	9.471	2.947
Si	34.085	-3.956	2.952
Si	36.714	-1.308	2.751
Si	39.45	1.424	2.7
Si	42.081	4.055	2.784
Si	39.456	6.852	2.779
Si	42.206	-6.792	2.72
Si	39.473	-4.064	2.807
Si	25.889	-1.262	2.653
Si	28.527	1.496	2.692
Si	31.296	4.075	2.775
Si	28.594	6.88	2.575
Si	31.384	-6.811	2.743
Si	28.626	-4.044	2.627
Si	31.252	-1.329	2.811
Si	32.639	-0.01	4.192
Si	35.413	2.714	4.171
Si	32.638	5.463	4.128
Si	35.363	8.148	4.248
Si	32.673	-5.408	4.151
Si	35.431	-2.606	4.246
Si	38.097	0.054	4.087
Si	40.763	2.724	4.165
Si	38.131	5.475	4.176
Si	40.832	-8.117	4.126
Si	38.134	-5.419	4.197
Si	40.815	-2.708	4.171
Si	27.216	0.081	4.047
Si	29.883	2.79	4.112
Si	27.182	5.494	3.911
Si	29.94	-8.142	4.039
Si	27.21	-5.408	3.937
Si	29.906	-2.72	4.106
Si	33.95	-1.326	16.313
Si	36.716	1.433	16.354
Si	34.003	4.122	16.298
Si	36.746	6.867	16.352
Si	33.972	-6.712	16.324
Si	36.727	-4.018	16.396
Si	39.441	-1.319	16.453
Si	25.798	1.434	16.283
Si	39.431	4.151	16.404
Si	25.805	-9.497	16.35
Si	39.445	-6.752	16.442
Si	25.833	-4.069	16.284
Si	28.556	-1.32	16.257
Si	31.277	1.396	16.278
Si	28.509	4.141	16.292
Si	31.242	-9.449	16.263
Si	28.513	-6.78	16.309
Si	31.267	-4.02	16.301
Si	35.289	0.077	17.62
Si	38.088	2.774	17.745
Si	35.407	5.454	17.638
Si	38.062	8.222	17.78
Si	35.302	-5.334	17.711
Si	38.089	-2.687	17.81
Si	40.818	0.026	17.834
Si	27.164	2.774	17.656
Si	40.756	5.517	17.805
Si	27.172	-8.144	17.717
Si	40.808	-5.413	17.84
Si	27.198	-2.67	17.605
Si	29.956	-0.007	17.617
Si	32.605	2.788	17.628
Si	29.848	5.559	17.611
Si	32.605	-8.105	17.621
Si	29.902	-5.404	17.608
Si	32.601	-2.669	17.714
Si	33.941	1.42	18.994
Si	36.728	4.135	19.088
Si	34.029	-9.479	18.882
Si	36.663	-6.676	19.047
Si	33.946	-3.998	19.116
Si	36.617	-1.259	18.989
Si	39.445	1.432	19.134
Si	25.854	4.132	19.089
Si	39.395	6.886	19.216
Si	25.804	-6.79	19.067
Si	39.507	-4.027	19.222
Si	42.183	-1.305	19.26
Si	28.594	1.37	18.886
Si	31.222	4.211	18.892
Si	28.56	-9.46	19.106
Si	31.234	-6.761	18.987
Si	28.585	-4.019	18.955
Si	31.254	-1.322	19.101
Si	32.583	0.113	20.426
Si	35.319	2.767	20.347
Si	32.633	5.546	20.194
Si	35.306	-8.124	20.283
Si	32.594	-5.457	20.382
Si	35.261	-2.534	20.43
Si	37.976	0.079	20.341
Si	40.807	2.776	20.527
Si	38.034	5.457	20.544
Si	40.685	8.251	20.719
Si	37.994	-5.338	20.468
Si	40.861	-2.672	20.692
Si	27.24	0.013	20.209
Si	29.893	2.81	20.195
Si	27.264	5.469	20.495
Si	29.896	-8.049	20.455
Si	27.201	-5.357	20.281
Si	29.936	-2.755	20.444
Si	34.184	-0.91	21.794
Si	36.474	1.253	21.717
Si	33.7	3.959	21.52
Si	36.75	-9.262	21.705
Si	33.781	-7.036	21.657
Si	36.885	-3.635	21.673
Si	39.093	-1.44	21.695
Si	26.236	1.601	21.574
Si	39.636	4.325	21.89
Si	25.71	6.61	21.843
Si	38.899	-6.941	21.934
Si	42.583	-3.772	22.002
Si	28.206	-1.644	21.55
Si	31.432	1.805	21.579
Si	28.444	3.811	21.715
Si	31.588	-9.227	21.584
Si	28.705	-6.421	21.712
Si	31.075	-4.375	21.785
Si	35.808	7.891	-7.019
Si	39.208	0.01	-6.725
Si	28.228	-0.195	-5.575
Si	45.48	6.387	-6.926
Si	32.878	-0.625	-6.202
Si	39.534	-6.994	-5.946
Si	26.328	-6.475	-4.178
Si	33.23	-0.547	24.661
Si	32.51	-4.505	24.53
Si	30.239	-6.558	-2.951
Si	35.234	-2.739	-6.365
Si	30.04	-4.681	-5.373
Si	39.626	5.303	-2.899
Si	38.026	-2.449	-5.502
Si	35.312	-5.262	23.837
Si	36.897	1.271	-2.991
Si	25.969	-0.676	25.973
Si	29.888	5.58	23.746
Si	27.702	-6.334	-6.811
Si	35.337	5.331	23.813
Si	30.597	1.164	24.521
Si	34.129	4.392	-4.3
Si	30.205	2.897	-2.11
Si	25.397	2.147	-3.337
Si	30.42	-1.847	-4.692
Si	38.101	-6.213	24.809
Si	25.909	-1.722	-4.098
Si	30.744	7.987	-5.141
Si	38.057	-1.343	-2.817
Si	43.484	-5.297	-4.863
Si	27.334	-4.04	-2.567
Si	23.267	6.415	-4.688
Si	32.972	-7.39	-3.492
Si	35.436	-7.992	-1.973
Si	24.398	0.1	23.472
Si	31.07	6.632	26.134
Si	26.994	-6.701	24.364
Si	34.766	-4.825	-4.29
Si	32.414	5.066	-1.956
Si	37.192	4.092	-4.464
Si	34.491	1.375	-4.633
Si	31.342	-6.902	25.733
Si	24.381	-5.354	23.739
Si	35.387	-2.842	-1.975
Si	28.304	2.554	-4.405
Si	40.672	7.991	-2.016
Si	28.734	-0.973	24.549
Si	36.878	-6.913	-4.439
Si	34.05	5.455	-6.982
Si	27.257	6.815	24.593
Si	28.747	6.997	-6.916
Si	37.649	3.143	23.973
Si	25.874	7.086	-3.242
Si	30.065	-2.744	-1.904
Si	34.004	-1.319	5.576
Si	36.757	1.368	5.526
Si	34.022	4.106	5.478
Si	36.746	6.792	5.553
Si	34.009	9.559	5.535
Si	36.771	-4.037	5.538
Si	39.444	-1.318	5.482
Si	42.14	1.374	5.517
Si	39.45	4.101	5.542
Si	42.161	6.812	5.496
Si	39.487	-6.782	5.534
Si	42.165	-4.077	5.523
Si	28.55	-1.31	5.42
Si	31.261	1.411	5.463
Si	28.508	4.174	5.394
Si	31.261	6.827	5.454
Si	28.558	-6.755	5.356
Si	31.273	-4.062	5.478
Si	35.376	0.047	6.9
Si	38.09	2.741	6.894
Si	35.364	5.444	6.881
Si	38.104	-8.137	6.88
Si	35.382	-5.398	6.872
Si	38.112	-2.67	6.885
Si	40.788	0.02	6.88
Si	43.487	2.727	6.901
Si	40.814	5.463	6.884
Si	43.492	-8.159	6.898
Si	40.817	-5.42	6.904
Si	43.496	-2.714	6.905
Si	29.908	0.036	6.803
Si	32.633	2.764	6.826
Si	29.883	5.486	6.795
Si	32.621	8.183	6.836
Si	29.891	-5.422	6.792
Si	32.629	-2.711	6.863
Si	33.993	1.418	8.214
Si	36.722	4.098	8.246
Si	33.992	6.832	8.201
Si	36.737	-6.767	8.224
Si	34.004	-4.053	8.219
Si	36.734	-1.327	8.242
Si	39.448	1.384	8.252
Si	42.15	4.099	8.261
Si	39.448	6.819	8.244
Si	42.153	-6.79	8.267
Si	39.457	-4.044	8.246
Si	42.139	-1.342	8.253
Si	28.53	1.416	8.126
Si	31.256	4.13	8.161
Si	28.526	6.861	8.126
Si	31.255	-6.769	8.173
Si	28.547	-4.039	8.144
Si	31.265	-1.318	8.181
Si	32.629	0.041	9.544
Si	35.352	2.755	9.595
Si	32.618	5.477	9.543
Si	35.361	-8.128	9.563
Si	32.627	-5.419	9.542
Si	35.363	-2.69	9.576
Si	38.089	0.028	9.609
Si	40.798	2.741	9.622
Si	38.083	5.465	9.599
Si	40.79	-8.143	9.618
Si	38.088	-5.405	9.592
Si	40.798	-2.694	9.627
Si	27.176	0.047	9.486
Si	29.894	2.762	9.504
Si	27.174	5.489	9.481
Si	29.89	-8.127	9.516
Si	27.177	-5.404	9.484
Si	29.9	-2.682	9.52
Si	33.999	-1.314	10.906
Si	36.724	1.397	10.948
Si	33.982	4.131	10.92
Si	36.722	-9.477	10.937
Si	33.994	-6.766	10.912
Si	36.723	-4.044	10.942
Si	39.442	-1.328	10.982
Si	42.15	1.381	10.992
Si	39.44	4.11	10.969
Si	42.15	-9.501	10.976
Si	39.438	-6.764	10.965
Si	42.148	-4.058	10.992
Si	28.529	-1.315	10.86
Si	31.255	1.408	10.878
Si	28.534	4.13	10.854
Si	31.254	6.843	10.89
Si	28.531	-6.758	10.858
Si	31.27	-4.037	10.877
Si	35.364	0.028	12.281
Si	38.083	2.75	12.32
Si	35.349	5.491	12.28
Si	38.08	-8.124	12.316
Si	35.36	-5.409	12.281
Si	38.073	-2.69	12.323
Si	40.799	0.025	12.357
Si	43.51	2.738	12.357
Si	40.8	5.463	12.339
Si	43.493	-8.143	12.348
Si	40.786	-5.412	12.346
Si	43.504	-2.706	12.361
Si	29.886	0.046	12.222
Si	32.617	2.757	12.253
Si	29.89	5.477	12.235
Si	32.621	8.2	12.256
Si	29.899	-5.399	12.212
Si	32.636	-2.682	12.242
Si	33.996	1.399	13.603
Si	36.72	4.14	13.637
Si	33.989	6.858	13.63
Si	36.72	-6.754	13.663
Si	34.006	-4.026	13.614
Si	36.721	-1.312	13.67
Si	39.44	1.398	13.703
Si	42.151	4.105	13.716
Si	39.457	-9.468	13.681
Si	42.15	-6.765	13.711
Si	39.424	-4.046	13.697
Si	42.154	-1.342	13.725
Si	28.529	1.413	13.58
Si	31.254	4.121	13.601
Si	28.517	-9.479	13.578
Si	31.254	9.58	13.588
Si	28.539	-4.051	13.57
Si	31.256	-1.317	13.566
Si	32.621	0.032	14.927
Si	35.361	2.762	14.959
Si	32.622	5.483	14.956
Si	35.349	8.217	15.007
Si	32.624	-5.376	14.943
Si	35.36	-2.681	15.006
Si	38.086	0.033	15.055
Si	40.798	2.75	15.082
Si	38.088	5.49	15.006
Si	40.803	-8.118	15.08
Si	38.074	-5.409	15.057
Si	40.773	-2.693	15.074
Si	27.17	0.056	14.94
Si	29.885	2.765	14.954
Si	27.148	5.488	14.94
Si	29.876	-8.103	14.919
Si	27.178	-5.421	14.921
Si	29.906	-2.686	14.915
Si	50.057	-1.042	0.281
Si	52.773	1.473	0.14
Si	50.54	3.694	0.325
Si	53.11	6.576	0.015
Si	50.139	-6.483	0.397
Si	53.09	-4.471	0.415
Si	55.737	-1.719	0.099
Si	58.597	0.906	-0.028
Si	55.431	4.408	-0.099
Si	-39.371	6.501	-0.016
Si	-42.627	9.701	0.1
Si	41.861	-3.696	0.086
Si	44.828	-1.169	0.188
Si	47.856	1.15	0.258
Si	44.595	4.274	0.202
Si	47.598	6.694	0.233
Si	44.776	-6.669	0.082
Si	47.928	-4.281	0.262
Si	51.666	-0.003	1.582
Si	54.393	2.736	1.267
Si	51.621	5.431	1.426
Si	-43.689	8.117	1.436
Si	51.62	-5.495	1.853
Si	54.302	-2.833	1.538
Si	56.933	-0.068	1.323
Si	43.465	2.678	1.474
Si	-40.912	5.399	1.346
Si	43.649	-8.209	1.452
Si	-40.874	10.867	1.213
Si	43.536	-2.705	1.422
Si	46.282	0.015	1.554
Si	48.976	2.631	1.657
Si	46.283	5.279	1.544
Si	48.848	-8.1	1.503
Si	46.222	-5.402	1.445
Si	48.99	-2.686	1.576
Si	50.345	1.313	2.991
Si	53.031	4.058	2.738
Si	50.239	6.786	2.782
Si	-44.943	9.362	2.984
Si	50.302	-3.994	3.013
Si	53.003	-1.41	2.863
Si	55.698	1.379	2.684
Si	-39.539	3.997	2.641
Si	-42.222	6.796	2.726
Si	-39.534	9.506	2.607
Si	-42.17	12.146	2.78
Si	42.133	-1.351	2.776
Si	44.882	1.388	2.852
Si	47.586	3.98	2.946
Si	44.962	6.761	2.847
Si	47.522	-6.761	2.878
Si	44.86	-4.06	2.806
Si	47.581	-1.378	2.916
Si	48.942	-0.037	4.284
Si	51.707	2.748	4.209
Si	48.936	5.43	4.198
Si	-46.342	8.047	4.26
Si	48.895	-5.418	4.242
Si	51.684	-2.686	4.315
Si	54.377	0.014	4.114
Si	-40.845	2.682	4.075
Si	-43.549	5.416	4.111
Si	-40.845	8.162	4.047
Si	-43.526	10.808	4.18
Si	-40.893	-2.764	4.168
Si	43.487	0.009	4.155
Si	46.204	2.68	4.279
Si	43.495	5.424	4.129
Si	46.227	-8.161	4.239
Si	43.513	-5.442	4.147
Si	46.19	-2.727	4.219
Si	50.338	-1.359	16.366
Si	53.046	1.33	16.312
Si	50.315	4.028	16.371
Si	-44.858	6.778	16.308
Si	50.337	-6.783	16.353
Si	53.021	-4.081	16.3
Si	55.777	-1.388	16.274
Si	42.16	1.367	16.435
Si	-42.129	4.03	16.294
Si	42.154	-9.469	16.468
Si	-42.15	9.467	16.252
Si	42.13	-4.049	16.439
Si	44.892	-1.342	16.459
Si	47.615	1.37	16.432
Si	44.871	4.088	16.431
Si	47.563	-9.503	16.365
Si	44.849	-6.816	16.429
Si	47.612	-4.052	16.406
Si	51.689	0.015	17.711
Si	54.437	2.656	17.649
Si	51.728	5.385	17.645
Si	-43.504	8.148	17.646
Si	51.684	-5.406	17.712
Si	54.419	-2.756	17.624
Si	57.115	0.035	17.578
Si	43.527	2.707	17.792
Si	-40.739	5.371	17.621
Si	43.49	-8.116	17.882
Si	-40.78	10.809	17.577
Si	43.47	-2.672	17.791
Si	46.297	-0.001	17.817
Si	48.973	2.711	17.816
Si	46.221	5.483	17.76
Si	48.953	-8.142	17.669
Si	46.259	-5.461	17.714
Si	48.994	-2.689	17.763
Si	50.334	1.302	19.184
Si	53.068	3.986	18.989
Si	50.318	-9.573	18.912
Si	53.068	-6.779	19.008
Si	50.361	-4.023	19.124
Si	53.145	-1.315	18.979
Si	55.823	1.351	19.037
Si	42.134	4.098	19.087
Si	-42.134	6.72	18.922
Si	42.106	-6.768	19.299
Si	55.75	-4.204	18.916
Si	58.458	-1.325	18.875
Si	44.927	1.358	19.158
Si	47.59	4.149	19.111
Si	44.898	-9.497	19.184
Si	47.684	-6.746	19.089
Si	44.823	-4.141	19.004
Si	47.693	-1.344	19.196
Si	49.027	-0.041	20.715
Si	51.781	2.69	20.458
Si	49.062	5.462	20.403
Si	51.632	-8.192	20.203
Si	49.012	-5.351	20.535
Si	51.814	-2.636	20.355
Si	54.519	-0.02	20.411
Si	57.209	2.678	20.396
Si	54.468	5.307	20.272
Si	-40.774	8.053	20.293
Si	54.46	-5.487	20.43
Si	57.091	-2.743	20.099
Si	43.634	0.03	20.622
Si	46.24	2.796	20.473
Si	43.47	5.442	20.467
Si	46.37	-8.143	20.449
Si	43.565	-5.401	20.563
Si	46.229	-2.824	20.269
Si	50.877	-1.114	21.88
Si	53.041	1.18	21.776
Si	50.181	3.855	21.725
Si	53.121	-9.503	21.394
Si	50.276	-6.975	21.661
Si	53.365	-3.793	21.642
Si	55.665	-1.698	21.601
Si	42.433	1.666	21.836
Si	56.088	4.29	21.657
Si	41.876	6.52	21.823
Si	55.443	-7.329	21.565
Si	58.496	-3.992	21.402
Si	44.898	-1.653	21.747
Si	47.827	1.719	21.823
Si	44.63	3.907	21.822
Si	48.07	-9.19	21.707
Si	45.214	-6.609	21.759
Si	47.275	-4.277	21.767
Si	-48.003	-1.709	24.68
Si	-47.544	5.809	26.159
Si	42.319	4.32	-4.044
Si	-33.875	6.237	-7.03
Si	47.641	0.068	-4.912
Si	-43.167	-4.016	-4.42
Si	41.934	-7.866	-4.787
Si	47.179	-1.972	23.786
Si	-47.794	-4.619	25.917
Si	46.09	7.977	-2.011
Si	-44.987	0.821	-2.95
Si	46.061	-4.992	-6.494
Si	-41.048	6.59	-4.567
Si	-43.058	-2.689	-6.987
Si	-45.776	-5.587	23.822
Si	-40.51	1.746	-4.857
Si	-48.396	-8.024	-6.267
Si	45.556	4.585	24.719
Si	39.844	-4.294	-6.771
Si	-45.834	5.114	23.811
Si	46.983	1.879	24.776
Si	-47.506	4.3	-4.146
Si	46.547	3.131	-1.834
Si	42.632	1.485	-2.777
Si	47.471	-2.968	-4.761
Si	-42.927	-6.778	24.427
Si	42.452	-2.755	-6.406
Si	41.648	-1.968	25.689
Si	-43.693	-1.726	-2.683
Si	-41.892	1.487	26.029
Si	43.59	-4.823	-1.802
Si	43.352	2.686	-6.234
Si	48.891	-7.579	-3.317
Si	-46.375	-7.931	-1.995
Si	40.711	0.006	23.867
Si	47.732	6.769	24.712
Si	43.42	-8.095	23.874
Si	-48.111	-4.66	-3.607
Si	48.928	5.046	-1.798
Si	-44.601	3.708	-4.237
Si	-47.731	1.228	-4.161
Si	47.74	-6.683	25.927
Si	42.417	-5.474	24.633
Si	-46.438	-2.861	-1.749
Si	45.318	1.683	-4.021
Si	-40.972	-8.039	-2.063
Si	-46.117	-6.365	-6.95
Si	-45.378	-5.982	-4.181
Si	-47.486	5.534	-6.897
Si	-48.563	0.97	-6.983
Si	41.848	0.145	-5.355
Si	-43.519	2.971	23.944
Si	44.273	6.501	-4.173
Si	46.161	-3	-1.88
Si	50.298	-1.363	5.645
Si	53.042	1.352	5.526
Si	50.313	4.084	5.55
Si	-44.912	6.719	5.539
Si	50.26	9.498	5.56
Si	-44.872	12.195	5.55
Si	-42.223	-1.372	5.496
Si	-39.466	1.357	5.436
Si	-42.183	4.055	5.451
Si	-39.476	6.771	5.374
Si	-42.158	9.471	5.504
Si	-39.466	12.196	5.436
Si	44.832	-1.347	5.543
Si	47.575	1.332	5.61
Si	44.835	4.091	5.551
Si	47.591	6.795	5.568
Si	44.843	-6.795	5.55
Si	47.536	-4.079	5.594
Si	51.675	0.025	6.923
Si	-43.513	2.707	6.858
Si	-46.258	5.406	6.93
Si	-43.543	8.119	6.846
Si	-46.266	10.85	6.888
Si	-43.546	-2.73	6.887
Si	-40.811	-0.022	6.803
Si	-38.101	2.727	6.763
Si	-40.817	5.429	6.782
Si	-38.104	8.114	6.751
Si	-40.803	10.852	6.83
Si	-38.093	-2.74	6.751
Si	46.195	-0.018	6.932
Si	48.944	2.727	6.91
Si	46.207	5.444	6.906
Si	48.925	8.153	6.938
Si	46.188	-5.445	6.934
Si	48.917	-2.739	6.947
Si	50.301	1.372	8.269
Si	-44.882	4.042	8.241
Si	50.301	6.787	8.267
Si	-44.895	9.483	8.217
Si	50.296	-4.111	8.258
Si	-44.901	-1.372	8.246
Si	-42.154	1.333	8.187
Si	-39.453	4.072	8.138
Si	-42.169	6.765	8.181
Si	-39.435	9.48	8.146
Si	-42.161	-4.104	8.194
Si	-39.446	-1.393	8.135
Si	44.846	1.367	8.266
Si	47.572	4.084	8.26
Si	44.858	6.811	8.262
Si	47.559	-6.805	8.28
Si	44.844	-4.069	8.28
Si	47.56	-1.367	8.287
Si	48.932	0.005	9.612
Si	-46.25	2.715	9.614
Si	48.932	5.438	9.621
Si	-46.253	8.148	9.601
Si	48.931	-5.451	9.625
Si	-46.267	-2.734	9.592
Si	-43.517	-0.011	9.564
Si	-40.796	2.707	9.516
Si	-43.522	5.421	9.564
Si	-40.801	8.136	9.515
Si	-43.529	-5.463	9.549
Si	-40.791	-2.741	9.524
Si	43.494	0.012	9.628
Si	46.214	2.724	9.617
Si	43.508	5.452	9.623
Si	46.207	-8.159	9.637
Si	43.498	-5.431	9.637
Si	46.204	-2.719	9.642
Si	50.294	-1.37	10.947
Si	-44.88	1.341	10.932
Si	-47.617	4.077	10.964
Si	-44.884	6.778	10.93
Si	-47.622	9.501	10.962
Si	-44.892	-4.105	10.913
Si	-42.15	-1.385	10.89
Si	-39.435	1.335	10.851
Si	-42.156	4.05	10.891
Si	-39.431	6.777	10.852
Si	-42.159	9.491	10.885
Si	-39.428	-4.112	10.86
Si	44.852	-1.347	10.994
Si	47.575	1.365	10.972
Si	44.861	4.085	10.98
Si	47.573	6.798	10.984
Si	44.857	-6.79	10.994
Si	47.573	-4.08	10.98
Si	51.667	-0.012	12.28
Si	-43.514	2.704	12.268
Si	-46.249	5.437	12.302
Si	-43.514	8.141	12.26
Si	-46.253	10.873	12.286
Si	-43.52	-2.742	12.243
Si	-40.788	-0.019	12.226
Si	-38.069	2.698	12.189
Si	-40.785	5.418	12.214
Si	-38.064	8.135	12.196
Si	-40.793	10.854	12.224
Si	-38.062	-2.746	12.203
Si	46.219	0.015	12.342
Si	48.942	2.719	12.322
Si	46.216	5.437	12.342
Si	48.936	8.156	12.336
Si	46.218	-5.429	12.348
Si	48.931	-2.709	12.32
Si	50.312	1.343	13.65
Si	-44.877	4.064	13.629
Si	-47.614	6.786	13.673
Si	-44.883	9.501	13.614
Si	50.302	-4.082	13.641
Si	53.036	-1.384	13.6
Si	-42.147	1.329	13.598
Si	-39.422	4.056	13.552
Si	-42.141	6.763	13.583
Si	-39.425	9.486	13.561
Si	-42.16	-4.108	13.583
Si	-39.417	-1.382	13.563
Si	44.873	1.376	13.714
Si	47.585	4.076	13.69
Si	44.843	-9.525	13.691
Si	47.576	9.527	13.696
Si	44.869	-4.066	13.719
Si	47.584	-1.345	13.694
Si	48.957	0.011	15.042
Si	51.68	2.704	14.982
Si	48.948	5.427	15.045
Si	-46.237	8.158	14.992
Si	48.955	-5.421	15.027
Si	51.668	-2.715	14.969
Si	54.397	-0.032	14.945
Si	-40.769	2.702	14.918
Si	-43.491	5.416	14.961
Si	-40.77	8.113	14.92
Si	-43.525	10.866	14.953
Si	-40.787	-2.74	14.909
Si	43.529	0.013	15.082
Si	46.24	2.728	15.075
Si	43.497	5.464	15.094
Si	46.19	-8.158	15.029
Si	43.506	-5.414	15.087
Si	46.232	-2.699	15.067
Si	-31.528	-1.07	-0.038
Si	-28.921	1.493	0.109
Si	-31.037	3.827	0.101
Si	-28.346	6.368	0.152
Si	-31.602	9.866	-0.146
Si	-28.498	-4.314	-0.149
Si	-25.611	-1.552	-0.047
Si	-22.725	0.88	-0.029
Si	-26.153	4.138	0.007
Si	-22.826	6.478	-0.16
Si	-26.147	9.852	-0.21
Si	-39.725	12.629	0.073
Si	-37.013	-1.272	0.356
Si	-33.792	1.079	0.01
Si	-37.064	4.39	-0.053
Si	-34.447	7.133	-0.223
Si	-36.736	9.357	-0.153
Si	-33.93	12.051	-0.12
Si	-30.048	-0.022	1.436
Si	-27.253	2.598	1.352
Si	-29.922	5.333	1.485
Si	-27.179	8.154	1.14
Si	-29.991	-5.453	1.246
Si	-27.274	-2.728	1.148
Si	-24.411	-0.076	1.311
Si	-38.223	2.703	1.146
Si	-24.474	5.363	1.158
Si	-38.207	8.141	1.229
Si	-24.475	10.918	1.105
Si	-38.261	-2.733	1.63
Si	-35.331	-0.051	1.374
Si	-32.694	2.696	1.323
Si	-35.47	5.531	1.227
Si	-32.717	8.151	1.064
Si	-35.529	10.905	1.187
Si	-32.707	-2.717	1.185
Si	-31.372	1.362	2.767
Si	-28.567	3.954	2.784
Si	-31.376	6.818	2.556
Si	-28.603	9.454	2.544
Si	-31.318	-4.048	2.583
Si	-28.581	-1.41	2.613
Si	-25.8	1.292	2.638
Si	-23.159	4.006	2.603
Si	-25.797	6.795	2.531
Si	-23.133	9.511	2.5
Si	-25.865	12.236	2.534
Si	-39.63	-1.322	2.839
Si	-36.787	1.397	2.581
Si	-34.099	4.114	2.567
Si	-36.809	6.841	2.642
Si	-34.082	9.512	2.515
Si	-36.797	12.167	2.724
Si	-34.018	-1.443	2.693
Si	-32.7	-0.054	4.065
Si	-29.962	2.658	4.117
Si	-32.709	5.445	3.939
Si	-29.974	8.136	3.932
Si	-32.697	-5.452	3.907
Si	-29.943	-2.747	3.985
Si	-27.198	-0.062	3.974
Si	-24.49	2.682	4.009
Si	-27.168	5.434	3.96
Si	-24.461	8.143	3.919
Si	-27.221	10.841	3.899
Si	-24.494	-2.776	3.975
Si	-38.13	0.045	4.024
Si	-35.433	2.741	3.965
Si	-38.15	5.409	3.97
Si	-35.404	8.174	3.973
Si	-38.158	10.804	4.041
Si	-35.407	-2.777	4.037
Si	-31.337	-1.429	16.217
Si	-28.558	1.333	16.218
Si	-31.292	4.048	16.264
Si	-28.56	6.803	16.244
Si	-31.285	-6.789	16.249
Si	-28.574	-4.116	16.253
Si	-25.845	-1.405	16.259
Si	-39.395	1.363	16.27
Si	-25.838	4.073	16.187
Si	-39.4	6.747	16.27
Si	-25.839	9.481	16.283
Si	-39.433	-4.113	16.247
Si	-36.695	-1.368	16.264
Si	-34.016	1.337	16.272
Si	-36.707	4.039	16.278
Si	-34.006	6.784	16.272
Si	-36.718	9.468	16.283
Si	-33.995	-4.095	16.266
Si	-29.957	-0.064	17.494
Si	-27.154	2.697	17.543
Si	-29.904	5.42	17.58
Si	-27.219	8.146	17.656
Si	-29.964	-5.42	17.644
Si	-27.192	-2.791	17.616
Si	-24.471	-0.044	17.604
Si	-38.015	2.662	17.677
Si	-24.54	5.447	17.586
Si	-38.054	8.082	17.661
Si	-24.463	10.822	17.653
Si	-38.092	-2.72	17.572
Si	-35.342	-0.032	17.667
Si	-32.698	2.726	17.635
Si	-35.377	5.42	17.632
Si	-32.65	8.18	17.596
Si	-35.368	10.868	17.6
Si	-32.684	-2.733	17.678
Si	-31.326	1.261	18.841
Si	-28.474	4.073	18.886
Si	-31.288	6.79	18.9
Si	-28.591	-6.767	18.983
Si	-31.32	-4.066	19.053
Si	-28.623	-1.409	18.864
Si	-25.826	1.333	18.929
Si	-39.37	4.031	19.013
Si	-25.884	6.769	19.051
Si	-39.449	9.447	18.953
Si	-25.818	-4.153	19.008
Si	-23.137	-1.375	19.025
Si	-36.666	1.293	19.084
Si	-34.067	4.101	19.043
Si	-36.705	6.73	19.066
Si	-34.018	9.53	18.979
Si	-36.757	-4.088	18.92
Si	-34.069	-1.409	19.09
Si	-32.647	-0.019	20.35
Si	-29.87	2.634	20.025
Si	-32.673	5.53	20.314
Si	-29.955	8.139	20.262
Si	-32.719	10.918	20.4
Si	-29.935	-2.679	20.365
Si	-27.246	-0.057	20.164
Si	-24.418	2.671	20.253
Si	-27.215	5.333	20.438
Si	-24.529	8.148	20.463
Si	-27.232	-5.439	20.399
Si	-24.479	-2.788	20.39
Si	59.791	-0.085	20.347
Si	-35.382	2.729	20.496
Si	-38.052	5.362	20.455
Si	-35.353	8.147	20.364
Si	-38.094	10.829	20.241
Si	-35.532	-2.751	20.423
Si	-31.005	-1.037	21.68
Si	-28.766	1.155	21.443
Si	-31.33	3.9	21.256
Si	-28.447	6.978	21.634
Si	-31.494	9.312	21.572
Si	-28.334	-3.777	21.676
Si	-26.132	-1.582	21.521
Si	58.724	1.46	21.738
Si	-25.516	4.158	21.667
Si	-39.657	6.541	21.688
Si	-26.201	-7.079	21.751
Si	-22.906	-3.897	21.779
Si	60.647	-1.757	21.754
Si	-33.605	1.702	21.629
Si	-37.026	3.767	21.877
Si	-33.732	7.136	21.735
Si	-36.581	9.698	21.616
Si	-34.42	-4.352	21.695
Si	-27.243	7.744	-6.666
Si	-31.757	4.425	25.267
Si	-36.244	5.519	-5.203
Si	-25.517	-4.517	26.066
Si	-33.908	0.022	-5.078
Si	-25.56	-6.404	-3.185
Si	-38.255	7.775	-5.099
Si	-31.334	-0.941	24.684
Si	-26.002	5.161	-6.992
Si	-38.425	-6.719	-2.782
Si	-28.609	1.214	-2.903
Si	-34.067	-6.666	-4.117
Si	-25.264	3.787	-2.819
Si	-32.991	1.739	24.554
Si	-29.667	-5.627	23.78
Si	-25.438	-1.958	-5.392
Si	-34.765	-3.315	24.553
Si	-36.455	4.576	24.929
Si	-41.359	-5.006	-6.535
Si	-29.481	5.072	23.596
Si	-35.601	1.814	25.966
Si	-31.584	6.197	-4.273
Si	-35.05	3.049	-2.106
Si	-38.939	0.059	-2.859
Si	-34.117	-2.835	-5.519
Si	-26.965	-6.63	24.583
Si	-38.456	-5.65	-5.571
Si	-33.481	-7.083	-7
Si	-26.878	-0.962	-2.836
Si	-26.483	0.892	25.704
Si	-37.825	-2.759	-2.048
Si	-37.821	2.912	-5.98
Si	-31.163	-6.36	-3.148
Si	-29.292	6.736	-2.663
Si	-40.607	-0.337	23.939
Si	-34.041	6.414	24.726
Si	-38.502	-7.809	23.824
Si	-31.239	-3.702	-4.542
Si	-32.17	3.782	-2.714
Si	-28.04	4.116	-3.838
Si	-31.378	1.172	-4.19
Si	-28.589	3.742	-6.985
Si	-40.536	-5.374	23.886
Si	-29.687	-2.425	-2.29
Si	-36.372	1.232	-4.038
Si	-23.192	6.005	-3.009
Si	-36.372	-0.855	24.674
Si	-28.289	-7.22	-4.061
Si	-36.398	-5.111	26.135
Si	-32.428	1.442	-6.922
Si	-41.791	4.047	-3.139
Si	-27.325	2.882	23.689
Si	-34.457	6.836	-3.308
Si	-35.249	-3.946	-2.946
Si	-31.288	-1.397	5.379
Si	-28.555	1.284	5.383
Si	-31.341	4.093	5.35
Si	-28.586	6.777	5.294
Si	-31.321	9.515	5.291
Si	-28.573	12.189	5.309
Si	-25.844	-1.412	5.346
Si	-23.116	1.332	5.374
Si	-25.838	4.067	5.352
Si	-23.123	6.771	5.319
Si	-25.851	9.491	5.282
Si	-23.134	12.179	5.335
Si	-36.766	-1.367	5.357
Si	-34.075	1.357	5.347
Si	-36.771	4.083	5.358
Si	-34.046	6.796	5.329
Si	-36.762	9.48	5.385
Si	-34.023	-4.131	5.358
Si	-29.924	-0.051	6.745
Si	-27.203	2.691	6.708
Si	-29.94	5.43	6.689
Si	-27.219	8.138	6.66
Si	-29.945	10.847	6.677
Si	-27.217	-2.771	6.693
Si	-24.489	-0.039	6.712
Si	-21.757	2.695	6.735
Si	-24.476	5.421	6.709
Si	-21.768	8.111	6.719
Si	-24.499	10.829	6.692
Si	-21.769	-2.771	6.711
Si	-35.404	-0.013	6.726
Si	-32.687	2.707	6.703
Si	-35.39	5.432	6.71
Si	-32.661	8.147	6.679
Si	-35.388	-5.474	6.73
Si	-32.657	-2.766	6.719
Si	-31.301	1.345	8.059
Si	-28.582	4.056	8.051
Si	-31.295	6.791	8.051
Si	-28.576	9.492	8.04
Si	-31.286	-4.119	8.072
Si	-28.56	-1.414	8.085
Si	-25.845	1.329	8.076
Si	-23.124	4.059	8.086
Si	-25.862	6.781	8.046
Si	-23.135	9.481	8.067
Si	-25.849	-4.121	8.058
Si	-23.126	-1.4	8.072
Si	-36.743	1.345	8.105
Si	-34.029	4.068	8.074
Si	-36.73	6.773	8.105
Si	-34.012	-6.832	8.075
Si	-36.725	-4.101	8.101
Si	-34.017	-1.381	8.067
Si	-32.65	-0.021	9.426
Si	-29.936	2.699	9.424
Si	-32.649	5.425	9.422
Si	-29.929	8.138	9.418
Si	-32.647	-5.473	9.436
Si	-29.927	-2.762	9.441
Si	-27.205	-0.036	9.438
Si	-24.486	2.69	9.441
Si	-27.215	5.414	9.414
Si	-24.502	8.13	9.426
Si	-27.216	-5.473	9.416
Si	-24.492	-2.757	9.43
Si	-38.087	-0.021	9.476
Si	-35.368	2.703	9.45
Si	-38.079	5.422	9.483
Si	-35.361	8.135	9.454
Si	-38.072	-5.463	9.481
Si	-35.361	-2.739	9.448
Si	-31.286	-1.383	10.787
Si	-28.573	1.334	10.788
Si	-31.292	4.062	10.789
Si	-28.571	6.776	10.783
Si	-31.283	9.489	10.795
Si	-28.56	-4.115	10.798
Si	-25.843	-1.396	10.804
Si	-23.121	1.328	10.803
Si	-25.858	4.054	10.788
Si	-23.14	6.779	10.799
Si	-25.856	9.496	10.787
Si	-23.135	-4.111	10.802
Si	-36.719	-1.387	10.82
Si	-34.001	1.34	10.8
Si	-36.714	4.057	10.827
Si	-33.996	6.775	10.807
Si	-36.708	9.496	10.829
Si	-33.999	-4.104	10.802
Si	-29.928	-0.028	12.157
Si	-27.215	2.694	12.156
Si	-29.935	5.425	12.152
Si	-27.209	8.134	12.149
Si	-29.92	10.845	12.153
Si	-27.203	-2.756	12.172
Si	-24.477	-0.038	12.167
Si	-21.758	2.689	12.168
Si	-24.497	5.414	12.153
Si	-21.786	8.142	12.169
Si	-24.502	10.855	12.161
Si	-21.768	-2.752	12.165
Si	-35.36	-0.019	12.163
Si	-32.642	2.699	12.163
Si	-35.346	5.414	12.178
Si	-32.64	8.138	12.17
Si	-35.349	-5.459	12.18
Si	-32.64	-2.739	12.156
Si	-31.288	1.33	13.522
Si	-28.582	4.062	13.512
Si	-31.282	6.783	13.536
Si	-28.559	9.494	13.52
Si	-31.28	-4.11	13.503
Si	-28.571	-1.391	13.523
Si	-25.844	1.329	13.513
Si	-23.126	4.061	13.509
Si	-25.846	6.782	13.515
Si	-23.142	9.508	13.53
Si	-25.845	-4.114	13.548
Si	-23.121	-1.403	13.538
Si	-36.708	1.339	13.535
Si	-33.99	4.055	13.543
Si	-36.703	6.767	13.544
Si	-33.996	9.499	13.54
Si	-36.703	-4.11	13.558
Si	-34.005	-1.38	13.517
Si	-32.663	-0.02	14.886
Si	-29.934	2.696	14.88
Si	-32.639	5.424	14.906
Si	-29.924	8.158	14.89
Si	-32.639	-5.443	14.885
Si	-29.933	-2.764	14.877
Si	-27.196	-0.039	14.878
Si	-24.472	2.691	14.863
Si	-27.222	5.432	14.863
Si	-24.491	8.142	14.891
Si	-27.206	10.836	14.907
Si	-24.472	-2.762	14.916
Si	-38.055	-0.013	14.909
Si	-35.357	2.692	14.899
Si	-38.053	5.398	14.906
Si	-35.355	8.134	14.901
Si	-38.063	10.839	14.914
Si	-35.344	-2.733	14.902
Si	-15.105	-1.166	-0.036
Si	-12.503	1.57	-0.104
Si	-14.644	3.86	0.161
Si	-12.212	6.622	0.032
Si	-15.043	-6.441	0.266
Si	-11.882	-4.412	0.312
Si	-9.112	-1.947	-0.043
Si	-6.452	0.876	0.06
Si	-9.867	4.471	-0.225
Si	-6.536	6.496	0.024
Si	-9.744	-6.637	0.025
Si	-23.286	12.616	-0.098
Si	-20.303	-1.212	0.202
Si	-17.379	0.966	0.134
Si	-20.591	4.226	0.059
Si	-17.775	6.921	0.165
Si	-19.998	9.188	0.006
Si	-17.46	11.871	0.101
Si	-13.52	-0.047	1.291
Si	-10.806	2.695	1.103
Si	-13.528	5.386	1.497
Si	-10.942	8.151	1.336
Si	-13.519	-5.404	1.643
Si	-10.644	-2.867	1.485
Si	-8.098	-0.227	1.275
Si	-21.771	2.632	1.275
Si	-8.215	5.405	1.242
Si	-21.753	8.121	1.17
Si	-8.006	-5.525	1.222
Si	-21.672	-2.758	1.337
Si	-18.876	-0.06	1.582
Si	-16.251	2.636	1.345
Si	-18.995	5.346	1.384
Si	-16.189	8.135	1.392
Si	-18.976	10.745	1.441
Si	-16.272	-2.761	1.281
Si	-14.872	1.287	2.721
Si	-12.088	3.989	2.692
Si	-14.905	6.756	2.782
Si	-12.209	-6.892	2.843
Si	-14.921	-3.99	2.803
Si	-12.12	-1.407	2.643
Si	-9.462	1.292	2.519
Si	-6.878	4.012	2.65
Si	-9.506	6.797	2.655
Si	-6.737	-6.877	2.669
Si	-9.302	-4.226	2.785
Si	-23.056	-1.411	2.706
Si	-20.352	1.368	2.716
Si	-17.626	3.987	2.707
Si	-20.403	6.772	2.645
Si	-17.591	9.435	2.793
Si	-20.371	12.154	2.689
Si	-17.566	-1.498	2.808
Si	-16.225	-0.066	4.104
Si	-13.503	2.664	4.056
Si	-16.294	5.378	4.072
Si	-13.561	8.082	4.172
Si	-16.263	-5.448	4.105
Si	-13.502	-2.677	4.098
Si	-10.805	-0.01	3.992
Si	-8.169	2.63	4.015
Si	-10.795	5.396	4.06
Si	-8.128	8.126	4.045
Si	-10.777	-5.518	4.111
Si	-8.047	-2.801	4.149
Si	-21.72	-0.02	4.046
Si	-19.004	2.692	4.09
Si	-21.774	5.386	3.968
Si	-19.03	8.087	4.063
Si	-21.78	10.803	3.973
Si	-19.011	-2.822	4.085
Si	-14.993	-1.349	16.291
Si	-12.247	1.374	16.291
Si	-14.965	4.049	16.244
Si	-12.214	6.824	16.264
Si	-14.963	-6.756	16.249
Si	-12.222	-4.04	16.287
Si	-9.52	-1.368	16.335
Si	-23.122	1.307	16.221
Si	-9.514	4.108	16.32
Si	-23.134	6.802	16.273
Si	-9.457	9.549	16.323
Si	-23.105	-4.106	16.308
Si	-20.393	-1.389	16.301
Si	-17.68	1.329	16.283
Si	-20.419	4.055	16.222
Si	-17.711	6.8	16.198
Si	-20.44	9.532	16.275
Si	-17.695	-4.056	16.298
Si	-13.648	0.039	17.625
Si	-10.875	2.73	17.651
Si	-13.563	5.402	17.55
Si	-10.864	8.212	17.618
Si	-13.646	-5.337	17.609
Si	-10.878	-2.717	17.71
Si	-8.146	-0.018	17.677
Si	-21.744	2.648	17.563
Si	-8.171	5.482	17.693
Si	-21.784	8.171	17.662
Si	-8.102	-5.442	17.751
Si	-21.744	-2.738	17.69
Si	-18.996	-0.061	17.672
Si	-16.351	2.731	17.628
Si	-19.094	5.47	17.551
Si	-16.33	8.151	17.523
Si	-19.078	10.902	17.627
Si	-16.362	-2.674	17.693
Si	-15.007	1.382	19.018
Si	-12.229	4.106	18.991
Si	-14.957	6.758	18.81
Si	-12.249	9.635	18.876
Si	-14.985	-3.994	19.04
Si	-12.301	-1.31	18.981
Si	-9.496	1.379	18.995
Si	-23.149	4.027	18.821
Si	-9.537	6.89	19.038
Si	-23.132	9.493	19.092
Si	-9.474	-4.079	19.076
Si	-6.821	-1.385	19.067
Si	-20.362	1.315	18.959
Si	-17.746	4.147	18.904
Si	-20.402	6.805	18.979
Si	-17.686	9.497	18.876
Si	-20.362	-4.063	19.096
Si	-17.686	-1.373	19.176
Si	-16.374	0.098	20.506
Si	-13.612	2.768	20.326
Si	-16.336	5.489	20.21
Si	-13.601	8.172	20.049
Si	-16.352	-5.464	20.244
Si	-13.712	-2.549	20.429
Si	-10.868	0.016	20.293
Si	-8.086	2.685	20.337
Si	-10.878	5.467	20.355
Si	-8.266	8.271	20.529
Si	-10.969	-5.364	20.35
Si	-8.129	-2.744	20.505
Si	-21.687	-0.049	20.347
Si	-19.092	2.802	20.274
Si	-21.861	5.412	20.176
Si	-18.981	8.153	20.306
Si	-21.744	10.869	20.429
Si	-18.983	-2.775	20.618
Si	-14.719	-0.889	21.875
Si	-12.381	1.222	21.579
Si	-15.249	3.929	21.541
Si	-12.156	7.086	21.475
Si	-15.086	9.3	21.399
Si	-12.065	-3.683	21.593
Si	-9.778	-1.545	21.664
Si	-22.805	1.581	21.575
Si	-9.188	4.339	21.558
Si	-23.388	6.443	21.608
Si	-10.002	9.37	21.776
Si	-6.507	-3.786	21.915
Si	-20.682	-1.618	21.819
Si	-17.544	1.788	21.686
Si	-20.729	3.92	21.527
Si	-17.304	7.112	21.591
Si	-20.115	9.683	21.644
Si	-17.808	-4.516	21.813
Si	-17.381	-2.235	25.938
Si	-15.06	5.312	25.9
Si	-24.499	2.804	-5.448
Si	-3.724	6.378	-6.894
Si	-17.608	-0.126	-5.121
Si	-10.287	-4.637	-4.573
Si	-23.618	8.05	-4.891
Si	-15.131	-0.361	24.899
Si	-16.301	-4.733	24.594
Si	-19.379	-7.062	-2.88
Si	-12.428	1.335	-3.137
Si	-19.413	-5.256	-5.361
Si	-9.552	5.188	-3.131
Si	-16.093	2.307	25.913
Si	-13.539	-5.398	23.679
Si	-9.833	0.206	-4.348
Si	-16.019	-8.086	-6.425
Si	-20.009	4.526	24.399
Si	-23.351	-6.381	-7.036
Si	-13.417	5.335	23.534
Si	-18.785	1.831	24.583
Si	-15.253	4.39	-4.389
Si	-18.691	2.822	-1.882
Si	-22.408	0.179	-2.81
Si	-17.33	-3.003	-4.657
Si	-10.816	-6.427	24.634
Si	-24.032	-4.37	-4.66
Si	-24.083	-2.055	25.767
Si	-10.487	-2.215	-2.846
Si	-9.565	2.275	25.75
Si	-22.008	-3.015	-2.779
Si	-21.74	2.207	-6.419
Si	-16.301	-7.221	-3.341
Si	-13.831	-7.971	-2.03
Si	-24.408	-0.064	23.693
Si	-17.71	6.48	24.633
Si	-21.991	-8.09	23.683
Si	-14.874	-4.628	-3.97
Si	-16.508	5.084	-1.89
Si	-12.26	4.199	-4.328
Si	-15.163	1.295	-4.397
Si	-17.912	-6.952	25.834
Si	-23.166	-5.524	24.402
Si	-13.289	-2.721	-2.014
Si	-19.904	1.38	-4.088
Si	-8.318	7.914	-2.196
Si	-19.791	-0.991	24.787
Si	-12.732	-6.557	-4.603
Si	-20.618	-5.39	26.163
Si	-21.468	6.493	26.082
Si	-23.594	0.254	-5.724
Si	-11.14	3.175	23.544
Si	-20.919	7.07	-4.244
Si	-19.038	-2.892	-2.113
Si	-14.866	-1.37	5.489
Si	-12.157	1.313	5.42
Si	-14.894	4.029	5.406
Si	-12.173	6.717	5.463
Si	-14.915	9.498	5.463
Si	-12.161	12.213	5.417
Si	-9.467	-1.388	5.399
Si	-6.804	1.319	5.438
Si	-9.465	4.024	5.421
Si	-6.78	6.76	5.419
Si	-9.45	-6.865	5.476
Si	-6.712	-4.148	5.497
Si	-20.371	-1.405	5.393
Si	-17.636	1.305	5.415
Si	-20.399	4.068	5.384
Si	-17.668	6.738	5.424
Si	-20.407	9.473	5.373
Si	-17.655	-4.142	5.466
Si	-13.517	-0.008	6.824
Si	-10.831	2.689	6.796
Si	-13.564	5.385	6.804
Si	-10.828	8.103	6.818
Si	-13.536	10.862	6.79
Si	-10.824	-2.736	6.785
Si	-8.142	-0.036	6.808
Si	-5.453	2.682	6.831
Si	-8.119	5.395	6.797
Si	-5.427	8.121	6.811
Si	-8.108	-5.485	6.834
Si	-5.384	-2.748	6.838
Si	-19.013	-0.047	6.762
Si	-16.275	2.681	6.765
Si	-19.04	5.4	6.774
Si	-16.308	8.125	6.777
Si	-19.05	-5.499	6.772
Si	-16.273	-2.755	6.788
Si	-14.916	1.344	8.149
Si	-12.199	4.041	8.163
Si	-14.934	6.773	8.136
Si	-12.19	9.493	8.154
Si	-14.915	-4.112	8.147
Si	-12.18	-1.39	8.169
Si	-9.484	1.334	8.174
Si	-6.781	4.055	8.196
Si	-9.472	6.753	8.176
Si	-6.76	-6.836	8.195
Si	-9.474	-4.096	8.162
Si	-6.77	-1.385	8.175
Si	-20.391	1.329	8.093
Si	-17.656	4.043	8.115
Si	-20.405	6.773	8.108
Si	-17.677	-6.842	8.135
Si	-20.411	-4.113	8.099
Si	-17.651	-1.394	8.128
Si	-16.294	-0.026	9.482
Si	-13.569	2.7	9.52
Si	-16.309	5.417	9.485
Si	-13.575	8.142	9.5
Si	-16.303	-5.47	9.484
Si	-13.561	-2.746	9.509
Si	-10.837	-0.024	9.536
Si	-8.137	2.695	9.551
Si	-10.848	5.41	9.529
Si	-8.126	8.128	9.544
Si	-10.839	-5.456	9.518
Si	-8.125	-2.739	9.541
Si	-21.764	-0.035	9.438
Si	-19.03	2.687	9.461
Si	-21.767	5.411	9.459
Si	-19.046	8.126	9.483
Si	-21.78	-5.476	9.443
Si	-19.038	-2.753	9.46
Si	-14.938	-1.382	10.847
Si	-12.209	1.342	10.877
Si	-14.943	4.071	10.853
Si	-12.211	6.792	10.867
Si	-14.942	9.504	10.858
Si	-12.202	-4.095	10.879
Si	-9.479	-1.374	10.906
Si	-6.778	1.345	10.925
Si	-9.493	4.061	10.903
Si	-6.772	6.785	10.92
Si	-9.48	9.511	10.887
Si	-6.765	-4.093	10.908
Si	-20.404	-1.388	10.81
Si	-17.671	1.333	10.826
Si	-20.396	4.053	10.815
Si	-17.677	6.776	10.845
Si	-20.416	9.499	10.818
Si	-17.674	-4.101	10.828
Si	-13.583	-0.021	12.209
Si	-10.857	2.702	12.25
Si	-13.587	5.44	12.214
Si	-10.852	8.157	12.234
Si	-13.582	10.873	12.224
Si	-10.848	-2.732	12.254
Si	-8.131	-0.017	12.286
Si	-5.421	2.707	12.294
Si	-8.133	5.425	12.266
Si	-5.414	8.152	12.283
Si	-8.125	-5.45	12.263
Si	-5.416	-2.739	12.291
Si	-19.043	-0.027	12.172
Si	-16.314	2.698	12.186
Si	-19.05	5.416	12.192
Si	-16.323	8.152	12.206
Si	-19.052	-5.453	12.175
Si	-16.316	-2.735	12.194
Si	-14.955	1.339	13.546
Si	-12.227	4.082	13.574
Si	-14.953	6.803	13.566
Si	-12.206	9.529	13.586
Si	-14.952	-4.074	13.567
Si	-12.227	-1.358	13.586
Si	-9.498	1.355	13.628
Si	-6.777	4.081	13.646
Si	-9.485	6.809	13.601
Si	-6.758	9.526	13.636
Si	-9.477	-4.08	13.621
Si	-6.771	-1.378	13.653
Si	-20.401	1.328	13.536
Si	-17.681	4.05	13.541
Si	-20.426	6.788	13.533
Si	-17.696	9.528	13.548
Si	-20.408	-4.096	13.542
Si	-17.689	-1.376	13.545
Si	-16.329	-0.009	14.9
Si	-13.597	2.704	14.897
Si	-16.325	5.421	14.89
Si	-13.59	8.181	14.92
Si	-16.343	-5.414	14.911
Si	-13.604	-2.701	14.937
Si	-10.874	-0.009	14.965
Si	-8.14	2.719	14.996
Si	-10.86	5.447	14.929
Si	-8.122	8.167	14.973
Si	-10.849	-5.43	14.965
Si	-8.122	-2.739	15.021
Si	-21.747	-0.05	14.895
Si	-19.039	2.684	14.901
Si	-21.791	5.428	14.891
Si	-19.082	8.175	14.887
Si	-21.784	10.872	14.894
Si	-19.051	-2.731	14.909
O	-3.952	3.377	-1.422
O	-2.577	-5.609	22.458
O	-0.58	0.318	-3.629
O	4.948	-0.89	-5.539
O	10.863	-0.034	-0.317
O	-3.805	-0.818	23.037
O	-1.588	-7.808	-5.908
O	10.703	-1.469	-6.12
O	-0.038	-5.472	-0.45
O	11.897	6.348	-6.369
O	8.237	5.372	22.272
O	-6.713	-6.508	-5.649
O	9.235	-4.463	23.059
O	5.496	-2.737	22.078
O	-0.878	6.444	-1.25
O	9.011	7.302	-1.239
O	5.226	5.508	-0.21
O	1.987	0.354	-3.459
O	4.411	3.863	-5.675
O	4.261	2.46	-3.465
O	3.88	-4.137	-1.53
O	-6.727	-6.636	24.001
O	0.844	4.509	-1.024
O	-4.299	4.489	23.299
O	6.219	-3.923	-5.849
O	8.316	-7.718	-3.411
O	-4.511	6.915	-2.868
O	8.845	1.321	-1.257
O	1.892	4.335	23.179
O	0.719	4.485	-5.765
O	-3.408	-5.991	-5.864
O	-4.349	-7.431	23.26
O	-9.399	0.398	-5.877
O	-4.251	-2.715	-2.23
O	-1.562	4.015	-2.022
O	2.948	-4.976	-3.818
O	5.61	-5.379	-0.174
O	-0.036	0.057	-0.377
O	-4.151	2.665	-5.641
O	-5.537	2.579	22.187
O	3.38	-1.895	-3.589
O	2.126	-7.427	23.217
O	2.614	7.888	-3.569
O	-3.847	-4.877	-3.432
O	2.653	2.867	-0.203
O	-6.696	3.525	-5.862
O	3.634	-4.361	22.905
O	-9.168	1.059	24.784
O	-9.23	-2.861	26.117
O	-2.467	-7.976	-3.348
O	5.59	-8.055	22.061
O	3.794	6.837	23.103
O	0.723	-1.957	-3.546
O	0.015	8.09	22.111
O	3.576	-8.006	25.349
O	-1.815	6.591	23.179
O	0.517	-1.397	25.987
O	-3.733	0.856	24.948
O	4.452	1.902	23.094
O	-8.279	3.228	25.995
O	-1.994	1.132	23.01
O	8.216	-2.724	-0.324
O	-3.909	3.398	25.675
O	1.982	-1.358	-1.351
O	-7.301	-3.898	-6.195
O	-9.253	-0.873	23.039
O	2.733	0.069	22.327
O	10.726	5.635	-0.257
O	-4.222	-7.043	-1.451
O	4.067	-6.715	-2.196
O	0.723	1.082	-5.738
O	-0.94	2.901	25.885
O	-3.852	6.058	-5.308
O	-6.407	7.239	23.039
O	-7.178	0.725	23.067
O	5.996	-2.482	-3.693
O	-6.894	2.737	-3.368
O	-0.026	2.743	22.282
O	0.196	5.316	-3.391
O	10.861	-2.729	22.061
O	-2.831	-1.412	-0.644
O	7.119	-7.229	-1.174
O	-1.916	-3.787	-1.298
O	-2.007	1.626	-1.094
O	0.195	0.84	24.928
O	0.629	-1.223	23.252
O	-3.354	5.93	25.184
O	6.982	-0.627	-1.216
O	-5.14	-4.931	25.306
O	1.649	-7.26	-1.348
O	-13.727	-0.476	25.696
O	6.693	6.803	-2.443
O	-4.728	-3.696	-6.081
O	6.444	3.649	23.161
O	6.9	1.092	23.348
O	3.531	7.241	-1.181
O	-33.144	6.542	-4.193
O	-14.273	-6.377	22.638
O	14.305	-1.428	-5.945
O	18.092	-8.014	-3.507
O	7.036	4.364	-1.512
O	-27.285	0.473	-3.467
O	-8.954	-5.445	-4.962
O	-0.814	5.541	25.316
O	-7.619	-1.015	25.085
O	30.932	1.742	-1.249
O	-7.701	-4.998	25.841
O	-0.974	-1.507	-5.497
O	30.616	2.442	25.5
O	-1.449	-5.817	-4.154
O	9.403	4.475	-5.833
O	-45.928	4.557	-3.849
O	-6.141	-3.644	-3.864
O	0.164	-7.948	-4.054
O	-2.544	8.038	-0.152
O	17.924	-1.589	-1.238
O	-47.126	-1.873	23.329
O	-5.592	7.878	25.45
O	12.553	-3.299	-5.604
O	11.285	2.838	-6.524
O	8.032	-4.296	-4.02
O	-20.317	-0.953	23.26
O	12.142	4.128	-1.65
O	13.692	-5.38	22.222
O	14.47	6.755	23.291
O	27.304	0.052	-0.621
O	12.744	-1.215	23.012
O	21.855	2.746	25.181
O	16.344	-5.285	-0.514
O	22.88	-2.319	26.044
O	24.497	5.555	21.948
O	25.148	-4.338	22.761
O	21.84	-2.793	22.11
O	15.496	6.577	-1.379
O	23.393	-6.428	-1.73
O	21.535	5.627	-0.468
O	14.119	2.552	-3.615
O	20.671	1.268	-1.599
O	20.041	-3.176	-1.158
O	12.956	-2.735	25.206
O	16.981	4.419	-1.223
O	13.531	-7.77	25.1
O	22.821	-1.164	-1.364
O	22.111	7.35	-5.274
O	20.483	-7.498	-2.843
O	25.386	1.553	-1.787
O	16.285	2.72	22.141
O	15.558	7.678	-4.227
O	28.683	-0.824	-7.007
O	6.977	-4.251	24.363
O	-41.973	-4.939	-5.022
O	10.033	-4.465	-1.052
O	9.808	4.523	-3.124
O	16.99	-5.393	-4.248
O	13.254	-0.036	25.23
O	21.599	-5.165	-0.464
O	16.247	0.09	-0.247
O	34.645	-3.707	-3.121
O	10.862	2.568	22.09
O	24.912	-2.68	-4.947
O	18.216	-6.388	22.884
O	-9.378	4.253	-1.786
O	27.051	5.678	25.724
O	7.468	4.857	-4.094
O	14.633	-7.682	-6.506
O	-13.039	7.144	-1.29
O	18.923	2.835	-0.492
O	36.602	-7.647	-3.026
O	10.173	5.027	25.129
O	20.136	-4.567	23.051
O	11.631	2.941	-3.859
O	2.312	-2.701	24.752
O	29.208	-6.439	-1.703
O	26.89	-2.642	-3.227
O	21.687	-8.083	22.202
O	12.336	-4.065	-2.274
O	19.82	6.727	23.288
O	18.094	-3.565	-2.862
O	16.355	-8.104	22.224
O	-19.781	7.771	-3.367
O	42.341	-3.869	-1.478
O	19.889	6.897	25.982
O	-42.121	-7.394	23.156
O	20.678	1.555	23.204
O	13.352	2.68	25.376
O	14.386	1.317	23.278
O	24.585	-2.719	-0.405
O	48.84	6.295	-0.777
O	32.251	7.904	-4.542
O	38.454	-6.987	-4.745
O	44.241	1.313	-2.872
O	8.31	7.712	25.823
O	7.537	-1.336	22.861
O	24.884	1.33	-4.674
O	18.965	-0.08	22.22
O	27.337	5.421	-0.457
O	11.722	-6.451	-1.402
O	31.026	6.167	22.787
O	31.918	-3.931	23.123
O	19.394	4.617	25.006
O	14.969	6.4	25.854
O	9.127	-6.347	-5.439
O	33.715	-6.07	-4.128
O	10.372	6.667	23.106
O	9.379	0.605	22.895
O	21.412	-1.53	-6.737
O	9.135	0.56	-6.032
O	-1.883	1.345	-6.022
O	-39.727	0.791	-1.62
O	27.014	-2.681	21.976
O	5.047	4.949	-3.273
O	-21.628	5.861	-3.421
O	14.698	-3.418	-1.407
O	14.521	1.858	-1.079
O	10.409	-5.358	-3.45
O	15.456	-3.685	23.131
O	17.271	-1.813	23.171
O	16.112	0.473	-5.718
O	-38.227	5.445	-0.571
O	-34.085	-3.641	23.126
O	34.068	8.006	-2.761
O	18.361	-6.837	-1.253
O	-10.677	-3.702	-5.828
O	-17.777	-7.18	-2.714
O	-37.033	1.597	-5.462
O	23.395	3.93	23.51
O	48.775	-3.891	-4.566
O	14.993	-3.647	-4.575
O	19.413	7.094	-1.299
O	23.881	5.705	-5.983
O	33.915	2.798	-4.14
O	8.009	0.138	-3.526
O	29.594	2.285	-3.469
O	5.57	-5.019	-3.47
O	-41.685	0.458	24.814
O	36.489	-6.003	24.677
O	23.83	-4.522	24.981
O	-35.45	-5.553	22.105
O	16.209	-2.576	25.467
O	23.148	-6.088	23.015
O	15.194	4.727	-3.21
O	26.958	2.477	-3.52
O	-45.539	7.172	-1.333
O	-15.443	1.237	24.866
O	37.948	0.143	-3.446
O	-42.927	-7.757	25.702
O	48.431	2.543	25.067
O	48.527	-1.093	24.061
O	28.997	3.558	-1.271
O	28.217	1.426	-5.572
O	10.255	7.588	-4.798
O	-41.233	2.659	-3.735
O	15.65	-5.251	-6.465
O	13.575	-8.107	-0.538
O	-24.035	-1.274	-5.818
O	31.181	-3.507	-1.052
O	10.858	-7.551	25.515
O	28.809	-5.454	-6.046
O	-34.758	-2.887	-4.047
O	34.136	-4.45	24.63
O	-16.928	-4.236	23.169
O	-25.976	-6.539	23.289
O	18.554	-3.634	-5.467
O	29.859	-6.308	25.785
O	29.375	-0.637	-4.537
O	27.2	-8.033	25.266
O	43.679	-0.088	-0.216
O	28.725	-1.053	22.952
O	30.896	-7.368	-6.396
O	39.701	4.308	-1.594
O	32.92	-5.306	-0.251
O	38.71	-4.966	25.644
O	40.758	5.433	22.342
O	26.5	-6.581	-5.771
O	42.12	-4.418	23.434
O	38.025	-2.578	22.208
O	31.753	6.438	-1.42
O	41.85	7.284	-1.157
O	37.914	5.545	-0.295
O	-13.952	-3.81	-2.963
O	35.715	4.733	-4.285
O	37.019	1.313	-1.38
O	36.048	-3.895	-0.959
O	25.417	-6.526	24.126
O	33.266	4.493	-0.735
O	29.241	4.245	23.089
O	38.631	-1.481	-6.639
O	41.391	-7.637	-3.28
O	-20.186	-6.621	-1.537
O	41.972	1.373	-1.319
O	32.582	2.88	22.01
O	-29.331	6.775	-1.069
O	31.387	-4.868	-6.29
O	29.856	-5.378	22.265
O	29.789	-7.757	-3.956
O	37.93	2.657	25.493
O	-32.062	3.063	24.436
O	-27.338	-5.396	-0.592
O	34.597	6.91	-6.632
O	38.068	-5.451	-0.32
O	32.638	-0.043	-0.379
O	27.239	-5.27	-3.601
O	27.329	2.686	22.144
O	36.575	-1.881	-2.474
O	34.582	-6.372	22.909
O	2.6	4.46	-3.904
O	40.321	-5.575	-5.919
O	35.034	-6.764	-0.992
O	48.765	0.53	-3.828
O	26.398	-4.427	-1.299
O	35.293	2.864	-0.287
O	25.616	6.922	-1.654
O	35.4	0.815	-3.42
O	36.092	-4.153	22.979
O	31.275	4.047	-2.448
O	21.697	0.023	25.218
O	19.458	-6.09	25.105
O	-45.185	-2.365	-2.625
O	37.839	-8.154	22.191
O	-7.196	1.243	-1.331
O	35.951	6.616	23.057
O	34.102	-1.612	-6.555
O	32.695	-8.161	22.178
O	-29.915	0.676	-3.71
O	-25.141	-3.533	-5.492
O	33.425	-1.629	25.857
O	29.178	0.52	24.89
O	37.091	1.925	23.068
O	27.306	-1.149	25.243
O	30.635	1.501	22.954
O	40.694	-2.62	-0.171
O	-5.812	4.935	-3.843
O	32.188	-6.083	24.649
O	46.649	-3.593	-5.994
O	34.295	-1.912	-1.232
O	-37.237	4.244	-5.249
O	23.863	-1.18	22.673
O	37.451	3.965	-6.061
O	35.367	0.148	22.184
O	43.525	5.416	-0.292
O	-37.37	-6.439	-1.58
O	35.94	7.092	-1.078
O	-38.216	-7.196	-5.99
O	34.571	5.778	25.151
O	-6.064	-1.548	-5.491
O	-42.859	2.625	25.383
O	-26.523	4.558	-3.486
O	26.158	6.803	23.404
O	23.234	1.209	23.508
O	-14.685	-4.737	24.597
O	22.663	-1.758	-3.942
O	34.244	4.621	22.886
O	33.437	5.269	-3.159
O	43.757	-2.674	22.358
O	29.41	-1.465	-1.169
O	39.892	-7.194	-1.181
O	22.215	-6.192	-4.155
O	-26.64	-7.939	25.479
O	29.655	-3.126	-5.317
O	38.433	-3.899	-6.075
O	-37.238	-4.704	-6.007
O	-15.345	3.725	25.872
O	38.937	-1.265	-1.461
O	27.533	-5.376	25.114
O	31.718	-3.758	25.731
O	19.692	-1.495	-3.162
O	-11.401	-5.742	-4.29
O	39.599	6.855	-2.435
O	19.678	-5.338	-3.952
O	38.996	3.701	23.263
O	36.548	4.313	24.098
O	30.874	-2.242	-3.203
O	-31.473	-4.795	-3.387
O	45.355	6.191	-5.328
O	24.457	3.459	-3.432
O	36.127	-7.612	-5.68
O	-20.406	-3.287	-2.896
O	-2.755	2.176	-3.548
O	-28.62	0.806	-1.333
O	-31.314	1.711	-5.743
O	30.309	-5.227	-3.874
O	-47.757	7.945	-2.704
O	-25.688	3.306	-1.333
O	38.956	-6.241	23.417
O	8.372	-0.366	25.093
O	30.571	5.39	25.211
O	31.207	7.918	25.176
O	24.796	-0.422	24.915
O	-17.891	-2.542	-3.2
O	27.473	6.215	-6.322
O	31.639	-1.483	-5.663
O	-28.251	-1.778	-2.615
O	-34.989	5.393	-6.219
O	38.359	-7.636	25.56
O	-45.848	-3.926	-0.711
O	-6.052	0.985	-6.215
O	-19	-5.573	22.223
O	30.088	8.03	-0.275
O	-36.578	4.377	23.322
O	-43.015	-1.369	-1.256
O	-29.793	-6.641	-3.969
O	-33.765	-3.809	25.692
O	-0.406	-4.368	23.444
O	0.279	-3.927	25.987
O	-37.085	6.825	-5.629
O	26.666	5.811	-3.856
O	45.149	3.529	-1.135
O	46.274	-5.47	22.292
O	46.135	0.348	-4.417
O	-48.751	6.517	25.38
O	-38.047	-0.088	-0.022
O	46.002	-1.255	22.913
O	43.016	-2.793	25.837
O	-8.857	1.015	-3.358
O	-48.868	-5.393	-0.162
O	-42.017	-5.438	24.582
O	-40.783	5.446	22.145
O	42.654	-6.559	-5.384
O	-40.48	-4.825	22.365
O	-43.394	-2.747	22.129
O	-2.704	-5.791	25.924
O	-40.247	7.056	-1.28
O	-43.661	5.506	-0.476
O	-47.839	2.778	-3.733
O	-14.406	-1.714	-1.413
O	-44.817	0.879	-1.338
O	26.726	-7.879	-3.477
O	42.269	-6.975	24.045
O	-47.987	4.001	-1.14
O	45.307	4.641	23.114
O	-41.683	1.198	-5.823
O	-39.9	-6.832	-2.13
O	43.632	5.146	-3.565
O	-28.508	-6.698	24.115
O	-48.9	2.793	22.156
O	-47.869	4.514	-5.701
O	47.143	-6.197	-6.535
O	44.634	-7.451	23.027
O	-36.209	3.849	-1.327
O	36.425	-2.234	-5.376
O	46.346	2.739	-3.376
O	1.48	-4.116	-5.795
O	-47.407	7.029	-6.287
O	-43.752	-5.49	-0.297
O	48.937	0.028	-0.26
O	44.651	2.378	-5.314
O	43.536	2.782	22.337
O	-15.774	-5.701	-3.177
O	-46.845	-6.454	22.979
O	-43.843	-3.255	-5.682
O	40.952	5.129	-3.807
O	48.758	-7.95	-4.865
O	47.025	1.437	23.219
O	45.606	-1.643	-1.184
O	-46.263	2.614	-0.118
O	42.486	3.907	-5.6
O	-47.489	1.153	-5.772
O	-45.317	-4.299	22.979
O	47.442	4.457	-1.837
O	-23.583	-7.902	-6.477
O	40.359	-2.898	25.986
O	6.032	6.026	25.659
O	-43.744	8.003	21.642
O	-43.936	-0.317	-3.455
O	-45.303	6.274	22.836
O	-47.65	-3.585	-2.507
O	-48.765	-8.048	22.161
O	28.394	4.072	-4.975
O	47.652	6.484	23.126
O	46.624	-2.128	25.285
O	45.901	3.046	25.081
O	-44.151	1.702	23.147
O	-47.644	-6.611	-6.478
O	47.51	-8.062	-2.676
O	-40.955	-2.699	-0.343
O	43.463	-5.436	-3.263
O	-48.895	-5.757	25.569
O	-45.105	-6.528	-5.686
O	-47.083	-1.581	-1.03
O	-22.051	-8.08	-4.457
O	39.488	-0.453	22.935
O	-44.55	3.597	-5.84
O	-46.029	0.117	22.23
O	10.861	-1.285	24.821
O	1.824	6.544	24.626
O	-45.48	-7.178	-3.107
O	-16.454	0.366	-4.072
O	-46.254	5.778	25.201
O	-41.806	3.939	-1.514
O	43.02	7.275	-4.835
O	46.548	-2.841	-3.432
O	42.726	6.978	23.134
O	41.684	1.071	23.158
O	22.666	5.364	-3.618
O	42.055	0.367	-3.775
O	-47.131	4.417	23.133
O	-48.429	5.315	-3.281
O	-38.376	-2.931	22.115
O	-13.716	4.919	-4.259
O	-42.235	-7.442	-1.26
O	47.469	-3.547	-1.118
O	47.238	1.903	-1.046
O	-35.004	-1.722	24.704
O	-33.76	3.941	-2.47
O	-25.353	-3.015	25.476
O	-9.889	-6.33	23.292
O	17.973	0.41	-3.816
O	43.929	-5.372	25.191
O	-48.229	-3.167	25.339
O	-46.789	-6.915	-0.816
O	-37.346	-1.335	25.869
O	-41.463	7.768	-3.519
O	40.916	-3.109	-6.753
O	-42.365	3.618	23.028
O	-44.694	4.041	24.135
O	-25.524	-0.677	22.717
O	14.761	3.991	-5.73
O	-10.141	-3.756	-3.214
O	42.222	2.962	-3.221
O	-42.139	6.374	-5.747
O	-24.768	-5.01	-3.364
O	-31.52	-1.488	23.166
O	-38.842	-3.798	-1.305
O	47.892	0.883	-6.294
O	-15.806	-3.532	-4.691
O	-6.347	0.208	-3.643
O	46.465	-5.713	25.784
O	23.145	3.884	-1.378
O	-1.9	-1.846	-3.051
O	44.217	5.058	25.488
O	46.683	5.644	25.237
O	41.551	-1.344	24.202
O	12.65	1.01	-5.33
O	41.338	-5.311	25.811
O	47.882	-1.488	-5.196
O	17.511	7.008	-5.787
O	-16.229	-7.609	-4.906
O	-28.954	5.321	-3.328
O	40.121	0.633	25.241
O	-17.394	-1.666	-5.556
O	-5.476	5.338	-0.468
O	45.008	7.354	-3.02
O	34.229	0.704	24.952
O	23.668	3.132	-6.321
O	44.026	7.707	25.277
O	-32.628	-3.414	-5.316
O	-34.005	-6.263	-5.697
O	-38.072	-8.126	-3.531
O	34.547	-4.051	-5.695
O	22.656	-3.653	-5.791
O	3.787	4.725	25.008
O	14.494	-6.25	-4.316
O	-35.237	0.104	-4.183
O	-32.612	5.697	24.804
O	-21.42	-0.096	-0.204
O	-36.965	-1.048	23.184
O	-33.594	7.718	-6.481
O	-27.24	2.216	25.163
O	-32.81	-5.401	-0.513
O	-26.803	-5.27	25.45
O	-24.465	5.325	22.137
O	-20.283	6.457	-5.595
O	-23.482	-4.478	23.199
O	-27.216	-2.66	22.128
O	-34.063	6.669	-1.743
O	-23.291	6.954	-1.67
O	-27.247	5.289	-0.438
O	-31.833	2.251	-3.07
O	-40.852	5.238	-3.697
O	-29.309	-3.803	-1.487
O	-39.692	-6.75	24.011
O	-31.504	4.371	-1.361
O	-0.268	-6.379	25.136
O	-26.547	-1.417	-6.429
O	-23.936	6.545	-4.36
O	5.126	-0.042	-3.213
O	-23.195	0.951	-1.603
O	-32.431	2.817	21.74
O	-30.827	6.468	-5.68
O	-8.462	4.677	-4.22
O	-37.285	-7.187	22.966
O	-43.288	4.412	-3.638
O	-38.711	-1.563	-2.743
O	-28.458	2.804	-3.005
O	47.627	-3.369	23.09
O	-36.148	-4.108	24.874
O	-15.168	-1.099	23.447
O	-32.653	0.026	-0.546
O	37.929	0.951	-6.485
O	-38.101	2.58	22.223
O	-5.798	5.291	25.466
O	-30.754	-6.34	22.843
O	-15.348	8.049	-2.535
O	-24.793	1.319	-6.045
O	-30.788	7.077	-3.174
O	36.284	-5.415	-4.287
O	17.633	2.699	24.932
O	-29.938	2.697	-0.275
O	5.35	-6.138	25.122
O	-18.202	-4.217	-5.232
O	-29.018	-4.343	23.044
O	17.822	-4.181	24.224
O	-36.853	-3.699	-2.929
O	-1.886	7.995	25.486
O	1.338	4.223	25.775
O	-27.266	8.032	21.986
O	-22.525	-3.918	-1.526
O	-29.11	6.556	23.077
O	-30.482	-2.542	-3.701
O	-32.573	-8.1	22.139
O	8.743	-6.074	25.109
O	-34.383	6.7	23.165
O	-27.989	-7.71	-5.553
O	-36.107	0.702	24.919
O	-28.089	1.829	22.746
O	24.787	-6.192	-3.912
O	-14.738	4.671	22.894
O	-24.491	-2.663	-0.472
O	10.496	0.624	-3.828
O	-32.727	-6.351	25.597
O	-36.462	3.155	25.69
O	-30.658	-1.565	-1.322
O	10.028	-3.947	-5.676
O	-41.392	-1.279	22.906
O	-28.298	3.76	-5.389
O	-29.896	0.121	22.003
O	-21.654	5.363	-0.434
O	-27.107	-6.202	-3.636
O	-28.185	7.819	-3.09
O	12.909	7.972	-4.573
O	-30.246	4.943	24.997
O	-34.039	2.083	25.718
O	13.481	-2.023	-3.44
O	-39.061	7.204	23.049
O	-39.724	0.733	23.101
O	-16.26	-1.087	25.792
O	3.88	-4.946	-6.301
O	-30.461	4.438	22.5
O	-31.575	4.61	-3.958
O	-21.811	-2.749	22.165
O	-36.756	-2.052	-1.046
O	-25.511	-6.918	-1.649
O	-34.536	-3.678	-1.514
O	-34.573	1.759	-1.247
O	11.976	5.664	-3.843
O	-5.18	-0.085	-0.338
O	-22.92	3.101	-5.733
O	-35.077	5.323	25.273
O	-32.532	0.018	-4.192
O	-37.956	-5.535	26.139
O	-26.372	6.489	-6.113
O	-30.912	-6.762	-1.599
O	-47.363	-0.726	25.801
O	-23.921	4.647	-2.604
O	-13.916	-5.496	-4.945
O	-25.91	3.283	23.002
O	-28.113	4.268	23.753
O	-26.115	-0.835	-1.418
O	28.851	-3.781	-2.117
O	24.429	7.256	-3.953
O	-44.2	-5.005	-3.689
O	-16.253	-0.071	-0.464
O	-5.9	-4.561	-1.439
O	-30.292	-4.165	-5.765
O	-33.827	1.28	-6.107
O	-48.847	-5.99	-3.052
O	-39.658	6.999	-5.275
O	-35.403	-6.368	25.995
O	-33.843	1.379	23.211
O	-34.931	-7.985	-3.73
O	-37.601	5.536	25.521
O	-34.087	7.737	25.642
O	-39.735	-1.233	24.947
O	-11.031	5.102	-3.792
O	8.613	2.486	-4.359
O	-12.407	-6.244	24.434
O	-30.402	-5.162	25.126
O	-20.517	2.085	-5.392
O	-6.971	-4.161	23.438
O	47.446	-7.976	24.989
O	24.956	-0.907	-3.046
O	33.402	4.82	-5.666
O	-35.562	-8.031	-0.525
O	-22.343	0.704	-6.666
O	-15.4	2.837	-3.958
O	45.005	-4.089	-1.697
O	-20.654	-4.444	-6.006
O	-25.877	-1.665	-3.876
O	42.964	-3.844	-5.334
O	33.518	-1.28	23.251
O	-19.215	-6.006	25.689
O	-20.019	3.502	-1.28
O	19.949	6.624	-6.649
O	-18.929	2.485	-3.431
O	-16.256	6.139	25.214
O	-38.539	-5.599	-3.95
O	-39.775	-5.153	-6.35
O	-17.478	7.834	-7
O	-37.908	8.095	25.262
O	-16.237	-5.471	-0.318
O	-10.315	-5.238	25.603
O	-8.16	5.465	22.156
O	-10.866	-5.504	-0.389
O	-23.188	0.46	-4.176
O	-10.906	-2.645	22.091
O	-17.213	6.371	-1.256
O	-7.159	7.244	-1.283
O	-11.078	5.553	-0.465
O	-37.472	0.728	-2.981
O	-18.267	1.421	23.098
O	-12.099	0.985	-1.583
O	-12.631	-3.541	-0.812
O	-23.196	-7.021	23.785
O	-15.134	4.727	-1.127
O	-20.145	4.758	22.801
O	-1.679	-0.946	24.522
O	-7.616	-7.582	-3.389
O	-39.802	0.452	-4.172
O	2.01	-5.194	24.63
O	-16.374	2.869	22.065
O	-15.789	4.536	-5.902
O	-18.998	-6.477	-6.328
O	-20.73	-7.452	22.909
O	-10.815	3.062	25.106
O	-22.796	-3.491	-4.106
O	-10.667	-7.903	25.297
O	-32.133	0.434	24.918
O	-15.031	6.962	-6.527
O	-46.419	-5.096	25.21
O	-5.016	-7.098	-3.827
O	-9.203	-7.366	-1.331
O	-21.764	2.755	22.057
O	-35.045	-3.515	-6.661
O	25.996	4.152	-5.856
O	-12.097	-1.969	-2.815
O	45.544	-6.993	-1.332
O	21.733	2.968	-3.397
O	4.119	1.047	-1.187
O	-24.861	2.655	-3.878
O	-13.613	2.733	-0.42
O	-34.821	-5.443	-3.382
O	-14.938	1.216	-6.014
O	-12.769	-4.194	22.952
O	-17.468	3.823	-1.684
O	-19.77	-5.915	-3.943
O	15.506	1.356	25.676
O	-18.707	5.268	25
O	-11.068	-8.159	22.012
O	-6.164	7.245	-4.984
O	-13.047	6.701	22.784
O	12.704	-1.785	-1.002
O	-16.164	-8.099	21.983
O	-13.005	-7.453	-3.296
O	-17.758	6.527	23.024
O	-44.467	-6.479	24.102
O	-27.325	-0.495	25.579
O	-11.713	1.799	22.947
O	-20.885	-1.433	25.881
O	7.433	-6.371	22.883
O	-7.881	-2.926	-0.531
O	-35.673	2.569	-3.498
O	-16.768	-6.237	24.947
O	-19.961	2.929	24.593
O	-12.031	3.775	-5.879
O	-31.801	-2.094	25.689
O	-39.397	2.655	-5.646
O	16.574	2.619	-4.292
O	-13.49	0.152	22.079
O	-33.992	-1.304	-5.967
O	6.458	1.791	-2.125
O	19.046	-1.061	-5.7
O	-20.964	0.885	-2.985
O	-13.698	5.6	25.084
O	-17.621	2.49	25.466
O	7.722	7.869	-5.864
O	-12.348	2.928	-3.344
O	-22.568	6.939	22.92
O	-23.371	0.88	22.926
O	44.968	-5.472	-5.431
O	37.259	2.667	-3.704
O	11.883	-6.894	23.234
O	-16.192	5.303	-3.448
O	-5.397	-2.627	22.171
O	-19.439	-1.679	-1.114
O	2.038	-6.739	-5.543
O	-18.351	-4.058	-1.216
O	-18.303	1.462	-1.109
O	-42.617	-1.167	-6.742
O	22.831	0.72	-3.045
O	-2.252	-3.668	-5.183
O	42.486	-1.275	-5.78
O	-9.911	-1.67	-1.434
O	-21.649	-5.325	24.93
O	-16.773	-3.708	25.745
O	-14.005	-6.792	-0.941
O	43.493	-5.852	-0.54
O	-9.271	6.741	-2.769
O	-22.28	-1.426	-2.562
O	-9.742	3.538	22.85
O	-12.187	4.344	23.285
O	28.695	6.65	23.885
O	12.461	-5.383	25.385
O	25.723	0.769	22.869
O	-12.588	-7.568	-5.844
O	-18.537	-2.014	24.827
O	-39.756	-4.268	24.735
O	1.582	7.003	-5.888
O	-17.486	0.818	-6.435
O	18.385	4.114	22.732
O	16.901	5.248	24.52
O	42.516	1.305	-6.271
O	0.656	2.712	-3.721
O	-24.782	-7.435	-4.15
O	-21.249	5.163	25.195
O	-18.193	7.894	25.246
O	-23.637	-1.281	24.423
O	46.32	7.012	-0.742
O	-24.228	-5.395	25.609
O	-13.881	0.769	-3.574
O	-11.341	0.696	-4.126
O	26.793	-0.786	-5.078
O	31.781	-6.867	-2.5
O	-25.15	0.811	24.809
O	-25.324	4.009	-6.099
O	12.444	6.272	24.916
O	-18.919	7.994	-0.222
O	33.287	0.381	-5.001
O	15.484	0.448	-3.135
O	-21.476	7.797	25.145
O	-23.509	-5.463	-5.713
O	-9.783	-1.366	-4.016
O	-5.999	1.941	26.007
O	29.935	6.762	-5.801
O	5.802	2.244	25.351
O	22.852	0.664	-6.314
O	40.26	0.225	-5.541
O	17.339	5.976	-3.29
O	-19.331	0.479	25.242
O	38.313	5.031	-3.794
O	31.746	0.06	24.767
O	20.297	-7.263	-5.599
O	4.46	-3.806	25.319
O	27.816	-6.926	22.982
O	40.631	-8.16	-5.713
O	-3.987	0.168	-4.858
O	-46.523	0.494	-3.373
O	-32.55	-7.033	-3.65
O	-29.793	-0.63	25.035
O	-44.616	2.223	-3.624
O	21.701	5.506	24.526
O	-35.637	5.793	-3.718
O	-19.072	0.059	-4.497
O	-47.128	1.888	26.025
O	23.423	-4.126	-3.24
O	-42.733	-2.824	-3.403
O	46.598	0.573	25.652
O	12.008	4.573	23.117
O	12.776	0.712	-2.694
O	29.828	-2.031	25.063
O	35.411	1.514	-5.965
O	20.491	0.741	-4.225
O	38.669	-2.247	-4.019
O	-46.746	-5.132	-4.319
O	16.75	-2.013	-6.42

Results
total energy: -609938.461 eV
total energy less fixed offsets of O -438.25, Si -107.07 eV per atom: -19.261 eV

Forces (eV/angstrom) on atoms 2189 to 2867 of the 3024, counted in the order above; the others are left out for length: element, x, y, z
O	0.071	0.26	0.12
O	-0.172	-0.283	-0.077
O	-0.637	0.149	-0.119
O	0.154	0.052	0.512
O	0.484	0.302	-0.023
O	0.096	0.34	0.226
O	-0.442	0.163	-0.28
O	-0.513	0.249	0.252
O	-0.15	0.043	-0.346
O	-0.006	-0.329	-0.226
O	0.151	0.76	0.115
O	0.4	-0.259	0.202
O	-0.166	-0.296	-0.194
O	0.265	0.389	0.256
O	0.248	-0.373	-0.202
O	0.198	-0.418	0.272
O	-0.135	0.075	-0.232
O	-0.368	0.236	-0.381
O	-0.041	-0.763	0.142
O	-0.449	0.15	-0.253
O	-0.36	0.195	0.083
O	0.24	-0.352	0.377
O	0.045	-0.083	0.728
O	0.168	-0.507	0.242
O	-0.009	-0.564	-0.038
O	0.102	0.017	0.095
O	-0.206	0.028	0.17
O	-0.417	-0.121	-0.009
O	-0.111	0.252	0.495
O	-0.488	-0.241	-0.053
O	0.074	0.14	0.37
O	0.059	0.511	-0.251
O	-0.423	0.435	0.138
O	-0.111	-0.062	-0.455
O	0.759	0.235	0.375
O	0.297	-0.202	0.002
O	-0.392	0.042	-0.262
O	-0.26	0.04	0.216
O	0.17	-0.094	0.506
O	0.137	0.138	-0.378
O	-0.556	0.351	-0.399
O	0.766	-0.115	-0.134
O	0.562	-0.264	-0.183
O	-0.754	-0.068	-0.587
O	0.58	-0.316	0.255
O	-0.051	-0.212	0.025
O	-0.047	-0.091	0.488
O	0.138	0.116	0.353
O	0.197	0.099	0.365
O	0.112	0.086	0.284
O	-0.265	0.569	-0.485
O	-0.244	0.235	0.618
O	0.18	0.376	0.01
O	-0.087	0.112	-0.338
O	0.17	-0.125	-0.364
O	-0.379	-0.161	-0.472
O	0.184	0.407	-0.249
O	-0.298	-0.522	0.265
O	-0.192	0.327	0.422
O	-0.289	-0.347	-0.123
O	0.12	0.403	-0.099
O	-0.262	-0.206	-0.391
O	0.291	-0.481	-0.354
O	-0.347	0.124	0.072
O	0.146	-0.636	0.127
O	0.17	0.204	0.622
O	0.056	-0.01	-0.091
O	0.076	-0.288	-0.579
O	-0.138	0.16	-0.383
O	-0.155	0.022	0.123
O	-0.307	0.247	-0.056
O	-0.37	0.438	-0.282
O	0.344	-0.228	-0.065
O	0.298	0.276	-0.472
O	0.2	-0.361	0.023
O	0.288	0.001	-0.121
O	0.47	-0.276	0.032
O	-0.118	-0.166	-0.377
O	0.107	-0.136	0.498
O	0.163	0.306	-0.267
O	0.294	0.496	-0.115
O	0.593	0.257	0.214
O	-0.264	0.491	-0.067
O	0.121	0.318	0.128
O	-0.782	0.166	-0.054
O	0.085	0.112	0.303
O	-0.077	0.06	-0.596
O	-0.282	0.164	-0.399
O	0.461	-0.371	0.192
O	0.287	0.313	0.224
O	0.163	-0.315	-0.164
O	0.148	0.053	0.242
O	-0.042	0.194	0.254
O	-0.141	0.072	0.292
O	0.258	-0.14	-0.338
O	0.018	-0.14	0.479
O	0.089	-0.584	0.016
O	-0.066	0.089	-0.414
O	0.19	0.42	0.07
O	-0.308	-0.035	0.465
O	0.016	0.096	-0.572
O	0.122	-0.016	-0.253
O	-0.085	0.113	0.024
O	0.203	0.243	0.124
O	0.152	-0.118	0.125
O	0.469	0.083	-0.395
O	0.478	-0.419	-0.159
O	-0.136	0.106	-0.287
O	-0.456	0.267	-0.099
O	-0.083	-0.235	-0.127
O	0.349	0.136	-0.16
O	-0.18	-0.036	0.026
O	-0.032	-0.086	-0.121
O	0.327	0.382	0.422
O	-0.716	0.257	-0.209
O	-0.279	0.41	0.289
O	0.333	-0.201	0.191
O	-0.32	-0.051	-0.075
O	0.068	0.245	0.553
O	-0.16	-0.242	0.211
O	0.379	0.269	-0.074
O	-0.15	0.625	-0.059
O	0.284	-0.289	0.418
O	-0.228	0.084	-0.172
O	-0.336	0.386	0.343
O	-0.017	-0.638	0.214
O	-0.064	0.052	0.398
O	-0.265	0.233	-0.277
O	-0.048	-0.021	-0.457
O	-0.321	0.37	-0.301
O	-0.151	-0.311	0.246
O	0.132	-0.251	-0.59
O	-0.047	-0.148	0.301
O	0.353	-0.518	0.078
O	-0.209	-0.16	-0.099
O	-0.305	0.193	-0.239
O	-0.082	-0.522	-0.11
O	-0.23	-0.301	-0.383
O	-0.138	-0.095	-0.068
O	0.593	-0.295	0.066
O	-0.669	0.236	-0.068
O	0.363	0.018	0.381
O	-0.018	0.029	-0.513
O	-0.265	0.307	-0.211
O	-0.232	0.288	-0.214
O	0.564	0.406	0.056
O	0.07	0.025	0.278
O	0.046	-0.219	-0.416
O	-0.119	0.25	0.058
O	-0.834	0.043	0.145
O	0.223	-0.066	0.526
O	0.291	-0.357	0.143
O	-0.644	0.251	-0.518
O	0.109	0.408	-0.137
O	0.547	-0.425	0.408
O	0.055	0.276	0.147
O	-0.04	0.37	-0.217
O	-0.258	-0.504	0.17
O	-0.144	0.064	-0.32
O	0.374	0.35	-0.019
O	0.457	-0.549	-0.123
O	0.14	-0.033	0.477
O	0.426	-0.026	0.455
O	0.236	-0.357	-0.181
O	0.278	-0.365	0.284
O	-0.135	-0.512	-0.176
O	-0.086	0.128	0.256
O	-0.073	0.221	-0.384
O	-0.294	-0.433	-0.274
O	0.105	-0.095	0.15
O	0.142	0.676	-0.103
O	0.176	-0.4	0.512
O	-0.115	0.226	0.449
O	-0.287	0.193	-0.769
O	-0.099	0.139	-0.247
O	0.306	0.582	0.229
O	0.298	-0.257	0.652
O	-0.492	-0.034	0.31
O	-0.608	0.079	-0.094
O	-0.118	0.265	0.077
O	-0.307	0.302	-0.315
O	0.094	0.063	0.501
O	-0.254	0.365	0.148
O	0.311	-0.26	0.205
O	0.09	0.213	-0.235
O	-0.198	0.424	-0.18
O	0.059	-0.429	0.136
O	-0.151	-0.085	0.246
O	-0.075	0.39	0.665
O	0.256	0.516	-0.359
O	-0.34	-0.096	-0.258
O	0.612	0.358	-0.055
O	-0.096	-0.664	-0.133
O	0.269	0.3	-0.335
O	-0.281	0.41	0.095
O	0.114	0.037	0.388
O	0.018	-0.384	-0.399
O	0.355	-0.265	0.205
O	0.036	-0.137	-0.338
O	0.276	0.107	0.26
O	-0.102	-0.142	-0.158
O	0.052	0.315	-0.407
O	-0.235	-0.125	0.182
O	0.104	-0.383	-0.036
O	0.3	-0.388	-0.193
O	0.145	-0.414	-0.099
O	-0.598	-0.104	-0.104
O	-0.17	-0.238	0.261
O	0.118	0.179	-0.124
O	0.209	0.098	0.201
O	0.163	0.31	0.202
O	-0.618	-0.052	0.153
O	-0.717	0.154	-0.222
O	0.091	0.417	0.456
O	-0.026	-0.18	-0.413
O	0.32	0.28	-0.424
O	0.385	0.307	-0.174
O	0.377	-0.224	-0.176
O	0.192	0.297	-0.559
O	-0.01	0.427	-0.172
O	-0.27	0.051	-0.404
O	0.15	0.238	-0.312
O	-0.073	-0.271	0.005
O	-0.063	-0.233	0.299
O	0.678	0.592	-0.25
O	-0.04	0.143	-0.597
O	0.535	-0.307	-0.261
O	0.05	-0.048	-0.189
O	0.157	-0.555	-0.039
O	-0.086	0.243	0.15
O	0.129	0.498	0.142
O	0.26	0.238	0.61
O	-0.026	0.212	0.113
O	0.49	0.465	0.17
O	0.534	0.013	-0.053
O	-0.162	0.068	-0.293
O	0.099	0.187	0.554
O	-0.032	0.079	0.576
O	-0.054	-0.028	-0.288
O	0.145	0.356	-0.05
O	-0.34	-0.289	-0.134
O	0.233	-0.452	-0.25
O	0.249	0.079	-0.673
O	-0.389	0.382	0.05
O	-0.213	-0.152	0.548
O	-0.632	-0.116	-0.311
O	-0.481	0.145	0.17
O	-0.083	-0.125	0.323
O	0.074	0.298	-0.396
O	0.302	0.03	-0.196
O	0.001	0.242	-0.08
O	0.012	-0.424	0.112
O	-0.044	0.492	0.268
O	0.735	-0.186	-0.154
O	-0.298	-0.123	-0.157
O	0.024	-0.694	-0.019
O	0.249	0.189	-0.06
O	0.042	-0.042	0.524
O	0.319	-0.107	-0.524
O	-0.051	0.485	-0.016
O	-0.569	0.52	-0.426
O	-0.323	0.156	-0.145
O	-0.129	0.222	0.071
O	-0.528	0.287	-0.02
O	0.516	0.541	0.1
O	-0.086	-0.352	0.417
O	-0.358	-0.149	-0.037
O	0.54	-0.255	0.284
O	0.137	-0.001	-0.355
O	-0.048	0.052	-0.254
O	-0.337	0.132	0.284
O	-0.005	0.042	-0.375
O	0.24	-0.208	-0.29
O	0.53	-0.118	-0.199
O	-0.136	-0.062	0.444
O	-0.334	0.419	-0.32
O	0.28	-0.266	0.239
O	0.114	0.239	0.406
O	0.724	-0.076	0.414
O	0.585	0.182	-0.195
O	-0.083	-0.023	0.573
O	0.15	-0.392	-0.033
O	0.208	-0.048	-0.309
O	-0.455	-0.102	-0.151
O	-0.458	-0.599	0.288
O	-0.053	0.213	0.278
O	0.08	0.029	-0.349
O	-0.185	-0.329	-0.045
O	0.227	-0.387	0.119
O	-0.125	0.096	-0.347
O	-0.148	0.055	0.159
O	-0.355	0.165	0.024
O	-0.257	0.269	0.436
O	0.056	-0.115	-0.295
O	0.203	0.133	0.397
O	0.17	-0.671	0.038
O	-0.162	-0.236	-0.179
O	-0.18	-0.522	-0.004
O	-0.444	0.434	0.202
O	-0.01	-0.372	0.433
O	-0.111	-0.26	-0.055
O	-0.623	0.003	-0.088
O	-0.156	-0.07	-0.323
O	0.177	-0.208	0.418
O	0.211	-0.404	-0.244
O	0.077	0.213	-0.374
O	-0.064	-0.05	-0.246
O	0.09	0.047	0.298
O	0.198	-0.144	-0.031
O	0.301	0.054	-0.147
O	0.111	-0.111	0.318
O	0.208	-0.144	-0.225
O	0.195	0.425	-0.098
O	-0.201	-0.407	-0.492
O	-0.014	-0.054	-0.678
O	-0.316	0.241	-0.194
O	-0.37	0.084	-0.214
O	-0.12	0.529	0.627
O	0.077	0.637	-0.253
O	-0.306	0.187	0.238
O	0.133	0.483	-0.424
O	-0.051	0.145	0.151
O	-0.756	0.219	-0.395
O	-0.239	-0.158	0.412
O	-0.092	0.607	-0.027
O	0.181	0.121	0.378
O	0.311	0.269	-0.294
O	-0.24	0.334	-0.576
O	-0.056	-0.332	-0.478
O	0.662	-0.349	0.01
O	-0.494	-0.009	-0.329
O	-0.256	-0.356	-0.119
O	-0.106	0.098	0.4
O	0.195	-0.175	-0.037
O	0.262	0.333	-0.292
O	0.035	0.473	0.045
O	0.117	0.044	0.299
O	0.642	-0.109	0.081
O	0.137	-0.187	0.334
O	-0.498	0.175	0.259
O	0.102	0.011	-0.1
O	0.135	-0.066	0.415
O	-0.161	0.308	0.48
O	0.443	-0.012	0.009
O	-0.299	0.092	0.155
O	0.146	-0.258	-0.092
O	0.23	0.131	-0.007
O	-0.288	-0.113	0.037
O	0.184	-0.223	-0.142
O	0.034	-0.075	0.003
O	0.084	-0.522	-0.082
O	0.639	0.034	-0.105
O	-0.003	0.277	0.115
O	-0.132	-0.536	0.08
O	-0.046	-0.437	-0.003
O	0.242	0.459	0.021
O	-0.388	-0.021	0.419
O	0.214	-0.399	0.248
O	0.024	0.023	-0.693
O	-0.184	-0.183	0.333
O	0.158	0.376	0.083
O	-0.351	0.159	-0.12
O	-0.176	-0.138	-0.038
O	-0.113	-0.183	0.236
O	0.192	-0.364	-0.031
O	0.34	-0.431	-0.235
O	-0.522	-0.229	-0.366
O	-0.66	-0.26	-0.172
O	-0.172	-0.136	0.489
O	-0.472	-0.266	-0.249
O	0.088	0.242	-0.107
O	-0.137	0.133	-0.196
O	0.252	0.184	-0.422
O	0.076	-0.617	0.124
O	0.239	0.132	0.146
O	-0.479	-0.001	0.305
O	0.248	0.19	-0.475
O	-0.114	-0.344	0.131
O	-0.502	-0.134	-0.128
O	0.266	-0.205	0.302
O	-0.125	-0.251	-0.324
O	0.052	0.337	0.059
O	-0.02	0.128	0.298
O	0.078	0.599	0.184
O	0.204	-0.522	-0.171
O	-0.206	0.127	0.352
O	0.192	0.087	-0.532
O	-0.309	0.399	0.28
O	-0.276	0.171	0.572
O	0.045	-0.119	-0.287
O	-0.031	-0.322	-0.139
O	0.097	0.011	0.444
O	0.168	0.237	-0.063
O	0.012	-0.504	-0.498
O	0.123	0.071	-0.261
O	-0.253	0.047	0.386
O	-0.107	0.306	-0.275
O	0.175	-0.367	-0.007
O	0.59	0.041	0.159
O	-0.414	-0.194	-0.306
O	-0.023	-0.388	-0.256
O	0.178	0.06	-0.202
O	-0.593	0.423	0.174
O	-0.278	0.511	0.266
O	0.207	-0.308	0.313
O	-0.024	-0.749	-0.009
O	-0.117	-0.015	0.401
O	-0.079	-0.392	-0.201
O	0.518	0.036	0.246
O	0.462	-0.282	-0.034
O	-0.178	0.227	-0.175
O	0.078	0.171	0.652
O	0.356	0.188	-0.358
O	-0.166	0.183	0.403
O	0.636	0.143	0.285
O	0.061	0.102	-0.054
O	-0.282	0.092	-0.617
O	0.394	0.266	-0.247
O	-0.335	-0.094	0.609
O	0.067	0.23	0.615
O	-0.27	-0.163	0.539
O	-0.529	0.02	0.085
O	0.057	0.172	-0.21
O	-0.206	-0.239	-0.077
O	-0.542	-0.091	-0.11
O	0.312	0.238	-0.58
O	-0.048	0.041	0.09
O	-0.22	0.25	-0.421
O	0.632	0.03	-0.125
O	-0.393	0.472	0.47
O	-0.251	0.377	-0.242
O	-0.287	-0.374	-0.354
O	-0.605	0.319	-0.339
O	0.381	-0.005	-0.287
O	-0.39	0.111	-0.22
O	0.39	0.167	-0.423
O	-0.078	0.539	0.092
O	-0.443	0.2	0.293
O	0.307	0.023	0.576
O	0.413	0.192	-0.196
O	-0.169	-0.323	0.088
O	-0.053	-0.493	0.287
O	-0.248	-0.164	0.328
O	0.192	-0.236	0.363
O	-0.025	0.604	0.275
O	-0.193	0.013	-0.158
O	-0.109	0.107	-0.698
O	-0.107	-0.248	0.241
O	-0.116	-0.105	0.05
O	0.61	-0.358	-0.035
O	0.194	0.086	-0.212
O	0.321	0.621	0.384
O	-0.202	0.155	0.031
O	-0.066	-0.511	0.056
O	-0.123	0.114	0.381
O	-0.124	-0.025	-0.195
O	-0.441	0.118	0.3
O	0.354	-0.153	-0.154
O	-0.033	-0.349	0.649
O	0.229	0.386	0.498
O	0.201	-0.384	0.019
O	0.132	-0.086	-0.097
O	-0.178	0.362	0.103
O	0.05	-0.282	0.054
O	-0.174	0.238	0.339
O	-0.329	0.353	0.393
O	-0.497	-0.386	0.116
O	-0.326	0.018	0.289
O	-0.109	0.512	-0.324
O	-0.135	0.016	0.254
O	-0.155	0.567	0.252
O	-0.43	-0.303	-0.484
O	0.421	0.201	-0.183
O	-0.242	-0.029	-0.129
O	0.495	0.19	-0.063
O	0.068	0.43	-0.293
O	-0.492	0.157	-0.187
O	0.037	0.463	0.036
O	0.059	0.06	0.484
O	0.164	0.035	-0.027
O	-0.048	-0.089	-0.059
O	-0.029	0.034	-0.175
O	0.133	-0.296	0.36
O	-0.557	0.227	-0.119
O	-0.412	0.382	-0.081
O	0.142	-0.274	-0.004
O	0.123	0.085	0.235
O	0.08	-0.046	0.24
O	-0.058	0.326	0.085
O	0.121	-0.338	0.319
O	-0.325	0.17	0.088
O	-0.29	0.083	0.243
O	-0.23	0.356	0.421
O	-0.154	-0.413	0.195
O	0.163	-0.443	-0.331
O	-0.691	0.033	-0.1
O	0.388	0.33	-0.438
O	0.05	-0.351	0.3
O	0.282	0.083	-0.453
O	0.516	-0.486	-0.031
O	-0.06	-0.306	-0.187
O	-0.319	-0.438	0.074
O	0.061	-0.086	0.266
O	0.553	-0.404	-0.387
O	0.171	-0.223	-0.262
O	0.083	-0.237	0.187
O	0.384	0.017	0.007
O	-0.511	0.093	-0.259
O	0.078	0.099	0.164
O	-0.163	-0.034	-0.088
O	-0.598	0.262	-0.127
O	0.258	0.031	-0.432
O	0.064	0.341	-0.25
O	-0.2	0.151	-0.018
O	0.13	0.289	-0.409
O	-0.386	0.109	0.223
O	0.197	0.299	0.241
O	0.17	-0.126	-0.232
O	0.021	0.378	-0.077
O	0.367	-0.162	0.514
O	-0.306	-0.16	-0.342
O	-0.101	-0.752	-0.2
O	0.233	-0.117	-0.247
O	-0.536	0.189	0.19
O	-0.089	-0.385	0.399
O	0.302	0.31	-0.288
O	0.297	-0.047	0.017
O	0.132	0.002	0.127
O	0.502	0.083	0.599
O	-0.129	0.392	0.221
O	-0.041	-0.118	-0.276
O	-0.405	0.421	0.033
O	0.123	0.037	0.484
O	0.089	-0.273	0.106
O	-0.254	0.159	0.099
O	0.016	-0.03	0.423
O	0.547	-0.014	-0.235
O	-0.029	0.626	-0.122
O	-0.237	-0.058	-0.577
O	0.037	-0.324	0.547
O	0.496	-0.062	0.079
O	-0.203	0.069	-0.087
O	0.198	-0.046	0.364
O	-0.201	0.681	-0.299
O	0.497	-0.468	-0.351
O	-0.567	0.052	0.156
O	-0.759	-0.363	-0.171
O	0.141	-0.147	-0.127
O	-0.317	0.117	-0.172
O	0.099	0.138	0.035
O	0.371	0.545	0.044
O	-0.22	-0.088	-0.545
O	0.043	-0.015	0.422
O	-0.202	0.337	0.212
O	-0.374	-0.14	-0.348
O	-0.251	0.156	0.254
O	-0.057	-0.018	0.422
O	-0.568	0.111	-0.389
O	-0.425	-0.528	0.312
O	0.18	-0.147	-0.444
O	0.23	0.174	0.518
O	-0.191	-0.093	0.318
O	-0.35	-0.253	0.034
O	-0.208	0.256	0.103
O	-0.332	-0.588	0.138
O	-0.521	-0.142	-0.269
O	-0.177	0.531	0.329
O	0.243	0.315	0.202
O	0.432	-0.494	-0.115
O	-0.061	-0.084	-0.299
O	0.194	-0.074	-0.423
O	0.288	-0.162	-0.335
O	0.047	0.21	0.41
O	0.041	0.035	0.207
O	-0.204	-0.264	-0.414
O	-0.005	0.035	0.2
O	0.555	-0.011	0.34
O	-0.2	0.096	0.264
O	0.224	-0.458	-0.147
O	0.009	0.258	0.5
O	0.066	0.723	-0.172
O	0.036	-0.073	0.528
O	-0.035	0.041	0.442
O	-0.294	0.118	0.255
O	0.092	0.115	-0.024
O	0.008	0.171	-0.255
O	0.243	-0.017	-0.08
O	-0.085	-0.023	-0.162
O	-0.104	0.182	0.597
O	-0.155	-0.106	-0.181
O	0.061	-0.401	0.357
O	-0.15	-0.021	-0.547
O	-0.732	-0.164	0.159
O	-0.188	-0.019	-0.019
O	-0.311	0.082	-0.229
O	-0.025	-0.547	0.314
O	0.018	-0.357	0.273
O	0.216	-0.039	0.271
O	0.242	0.017	-0.555
O	-0.215	0.44	0.094
O	0.464	-0.016	0.31
O	-0.112	0.109	0.307
O	0.121	0.089	0.594
O	0.331	0.108	0.456
O	-0.262	0.694	0.17
O	0.198	-0.169	0.37
O	0.432	-0.172	0.259
O	0.213	-0.016	0.194
O	0.248	-0.066	0.165
O	0.181	-0.045	0.245
O	0.1	-0.423	-0.687
O	0.134	-0.054	0.34
O	0.615	-0.274	0.051
O	0.115	-0.266	-0.115
O	-0.112	0.328	0.024
O	-0.36	-0.154	-0.342
O	0.485	0.097	0.107
O	-0.087	0.157	-0.617
O	0.202	0.631	0.227
O	0.159	-0.061	0.372
O	0.094	-0.346	0.477
O	-0.105	-0.578	0.008
O	0.367	0.2	0.681
O	0.353	-0.536	0.102
O	0.028	-0.144	0.054
O	0.181	-0.17	0.397
O	-0.074	-0.048	-0.559
O	0.212	-0.356	0.298
O	-0.014	0.319	0.083
O	0.107	0.324	-0.033
O	-0.091	-0.588	-0.077
O	-0.004	0.262	-0.143
O	0.103	-0.032	0.516
O	-0.376	-0.101	-0.386
O	0.181	-0.547	-0.149
O	0.357	-0.377	0.055
O	-0.317	0.109	0.033
O	-0.288	0.058	0.363
O	-0.199	0.007	-0.323
O	-0.114	-0.173	-0.363
O	-0.462	-0.332	0.212
O	-0.596	0.048	-0.012
O	-0.499	0.008	-0.325
O	-0.139	0.069	0.142
O	0.306	-0.457	-0.153
O	-0.322	0.158	0.023
O	-0.14	-0.162	0.152
O	-0.133	-0.201	0.22
O	0.259	0.377	0.201
O	0.146	0.372	-0.144
O	-0.332	0.192	0.328
O	-0.167	0.202	-0.25
O	0.371	0.348	0.295
O	-0.495	-0.169	0.015
O	-0.112	-0.03	-0.421
O	0.144	-0.191	-0.202
O	-0.366	0.051	0.177
O	0.223	-0.13	0.372
O	0.009	0.6	0.344
O	0.554	0.114	0.202
O	-0.203	0.127	0.072
O	-0.252	-0.211	0.221
O	0.264	0.016	-0.337
O	-0.382	-0.01	-0.44
O	-0.098	-0.687	0.049
O	0.089	0.441	-0.296
O	0.313	0.411	0.172
O	-0.209	0.496	0.067
O	0.014	0.355	-0.441
O	-0.292	-0.612	-0.225
O	0.235	0.351	0.222
O	0.121	-0.034	-0.208
O	-0.16	0.361	0.018
O	-0.324	-0.001	0.597
O	0.294	0.048	-0.169
O	-0.296	0.323	0.038
O	-0.056	0.092	0.356
O	0.064	0.353	-0.484
O	0.267	-0.194	-0.383
